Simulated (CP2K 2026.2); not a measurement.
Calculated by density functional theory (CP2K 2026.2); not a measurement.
Periodic cell of 2136 atoms, Si1432O704, from a study of silicon, its oxide and their interface. The atomic structure is a simulated model.
Doubt: the forces sum to 5.14 eV/angstrom along one axis rather than to zero, so they err by at least 0.0024 eV/angstrom per atom on average; the grid cutoff is modest.

Settings
functional: PBE
method: Gaussian and plane waves
basis set: DZVP-MOLOPT-SR-GTH
pseudopotentials: GTH-PBE
grid cutoff: 300 Ry, relative cutoff 40 Ry
k points: Gamma only
occupations: fixed
spin: none
net charge: 0

Cell vectors (angstrom)
a 32.664 0 0
b 0 32.664 0
c 0.116 0.1388 35.3414

Atoms: element, x, y, z (angstrom)
Si 0.366 0.273 -0.376
Si 2.26 3.167 0.172
Si 0.642 4.95 0.266
Si 2.272 8.276 -0.022
Si 0.232 10.706 -0.025
Si 3.419 13.097 -0.071
Si -0.144 16.574 -0.083
Si 2.535 19.234 0.207
Si 0.27 21.404 0.158
Si 2.438 24.444 0.045
Si -0.293 27.598 -0.092
Si 3.425 29.222 0.113
Si 6.004 -0.667 0.016
Si 7.947 2.815 0.184
Si 5.696 5.117 0.006
Si 7.632 8.584 0.017
Si 5.473 10.787 0.312
Si 7.997 13.668 0.188
Si 5.822 15.916 -0.102
Si 7.939 19.342 0.021
Si 5.56 21.432 -0.183
Si 8.641 23.556 -0.459
Si 5.219 27.601 0.352
Si 8.277 29.841 0.455
Si 11.062 -0.216 0.106
Si 13.356 3.116 0.003
Si 11.057 5.281 0.044
Si 13.262 8.011 0.01
Si 9.938 11.348 -0.388
Si 13.323 14.225 0.086
Si 11.072 16.409 0.137
Si 13.153 19.411 -0.047
Si 10.968 21.63 0.271
Si 13.876 24.396 0.224
Si 10.578 27.759 0.01
Si 13.32 30.343 0.272
Si 16.418 -0.032 0.044
Si 18.348 3.324 0.234
Si 16.555 5.04 0.079
Si 19.308 7.875 -0.072
Si 16.193 10.831 0.131
Si 18.592 13.852 -0.014
Si 16.5 16.192 0.111
Si 19.229 18.892 -0.033
Si 15.909 22.071 0
Si 18.521 25.726 -0.199
Si 16.618 27.09 0.266
Si 18.768 30.479 -0.159
Si 21.986 0.394 -0.193
Si 24.765 2.34 0.229
Si 21.38 5.54 0.131
Si 24.144 8.292 -0.287
Si 22.082 10.731 -0.211
Si 24.655 13.673 -0.279
Si 21.31 16.534 -0.118
Si 25.23 18.468 0.052
Si 22.083 21.768 -0.341
Si 24.43 25.009 0.018
Si 22.096 27.124 0.234
Si 24.949 29.928 0.35
Si 26.939 0.066 0.28
Si 30.661 2.38 -0.347
Si 27.452 5.134 -0.202
Si 29.789 8.161 0.182
Si 27.663 10.445 -0.034
Si 29.506 14.019 -0.19
Si 27.33 16.209 0.369
Si 30.166 18.657 -0.042
Si 27.234 21.665 0.441
Si 29.249 24.239 -0.271
Si 27.31 27.795 0.129
Si 31.374 30.51 -0.249
Si 1.478 1.305 1.394
Si 4.059 4.079 1.333
Si 1.38 6.759 1.528
Si 3.968 9.35 1.331
Si 1.537 12.209 1.198
Si 4.248 14.833 1.303
Si 1.353 17.624 1.391
Si 4.08 20.46 1.385
Si 1.197 23.134 1.493
Si 4.062 25.753 1.266
Si 1.453 28.459 1.283
Si 4.245 31.094 1.308
Si 6.833 1.146 1.366
Si 9.5 4.103 1.357
Si 6.7 6.825 1.295
Si 9.266 9.715 1.236
Si 6.763 12.259 1.594
Si 9.508 15.066 1.343
Si 6.83 17.636 1.227
Si 9.474 20.366 1.515
Si 6.866 22.973 1.078
Si 9.702 25.979 1.293
Si 6.839 28.52 1.719
Si 9.623 31.322 1.599
Si 12.226 1.459 1.296
Si 14.88 4.164 1.462
Si 12.054 6.8 1.527
Si 14.776 9.41 1.284
Si 12.277 12.574 1.409
Si 14.977 15.096 1.46
Si 12.224 17.865 1.493
Si 14.811 20.468 1.294
Si 12.295 23.169 1.456
Si 15.069 25.907 1.545
Si 12.188 28.709 1.461
Si 14.94 31.49 1.462
Si 17.52 1.513 1.447
Si 20.183 4.115 1.497
Si 17.633 6.803 1.248
Si 20.459 9.556 1.143
Si 17.652 12.191 1.372
Si 20.263 14.963 1.273
Si 17.718 17.747 1.356
Si 20.587 20.472 1.084
Si 17.623 23.193 1.15
Si 20.369 26.029 1.323
Si 17.77 28.817 1.315
Si 20.459 31.595 1.084
Si 23.203 1.31 1.58
Si 26.062 3.932 1.33
Si 23.113 6.739 1.202
Si 25.847 9.387 1.082
Si 23.224 12.301 1.11
Si 25.89 14.77 1.41
Si 23.202 17.566 1.022
Si 25.973 20.123 1.562
Si 23.289 23.202 1.139
Si 26.061 26.096 1.361
Si 23.241 28.739 1.433
Si 25.923 31.339 1.831
Si 28.509 1.204 1.485
Si 31.429 3.967 1.223
Si 28.404 6.726 1.359
Si 31.354 9.489 1.318
Si 28.63 12.227 1.2
Si 31.313 14.926 1.125
Si 28.724 17.632 1.511
Si 31.276 20.272 1.337
Si 28.568 23.099 1.632
Si 31.103 26.144 1.306
Si 28.84 28.885 1.707
Si 30.678 30.523 1.868
Si 0.001 2.6 2.724
Si 2.853 -0.122 2.641
Si -0.049 8.121 2.768
Si 2.81 5.438 2.817
Si 0.06 13.566 2.502
Si 2.697 10.807 2.7
Si -0.006 18.979 2.764
Si 2.778 16.215 2.609
Si -0.217 24.559 2.668
Si 2.731 21.832 2.752
Si 0.062 29.755 2.797
Si 2.702 27.071 2.721
Si 5.42 2.606 2.644
Si 8.208 0.004 2.865
Si 5.351 8.079 2.746
Si 8.143 5.516 2.668
Si 5.42 13.609 2.891
Si 8.154 10.937 2.867
Si 5.439 18.994 2.64
Si 8.151 16.379 2.725
Si 5.542 24.41 2.527
Si 8.105 21.791 2.727
Si 5.484 29.938 2.94
Si 8.241 27.075 2.824
Si 10.865 2.76 2.728
Si 13.567 0.162 2.785
Si 10.685 8.316 2.634
Si 13.552 5.535 2.819
Si 10.856 13.771 2.816
Si 13.516 10.926 2.625
Si 10.825 19.067 2.89
Si 13.629 16.477 2.792
Si 10.949 24.588 2.747
Si 13.606 21.794 2.811
Si 10.919 29.958 2.951
Si 13.601 27.296 2.741
Si 16.166 2.776 2.862
Si 19.068 0.154 2.632
Si 16.262 8.162 2.631
Si 18.922 5.542 2.814
Si 16.263 13.569 2.724
Si 19.111 10.861 2.618
Si 16.282 19.124 2.611
Si 19.01 16.326 2.725
Si 16.462 24.521 2.78
Si 19.13 21.835 2.446
Si 16.337 30.067 2.721
Si 19.118 27.44 2.726
Si 21.712 2.753 2.724
Si 24.474 0.019 3.015
Si 21.787 8.175 2.588
Si 24.565 5.403 2.551
Si 21.766 13.59 2.52
Si 24.554 10.864 2.494
Si 21.897 19.027 2.472
Si 24.451 16.23 2.587
Si 21.764 24.477 2.54
Si 24.535 21.737 2.612
Si 21.758 30.15 2.606
Si 24.588 27.319 2.775
Si 27.266 2.643 2.867
Si 29.897 -0.139 2.832
Si 27.091 8.121 2.672
Si 29.924 5.323 2.565
Si 27.27 13.435 2.71
Si 29.992 10.903 2.622
Si 27.381 18.936 2.924
Si 30.083 16.206 2.732
Si 27.217 24.592 2.793
Si 30.008 21.679 2.776
Si 27.289 29.965 3.071
Si 29.932 27.267 2.97
Si 1.362 4.025 4.057
Si 4.106 1.287 4.075
Si 1.335 9.486 4.096
Si 4.099 6.771 4.209
Si 1.367 14.906 3.975
Si 4.027 12.18 4.117
Si 1.375 20.396 4.067
Si 4.078 17.638 4.01
Si 1.287 25.787 4.077
Si 4.16 23.146 4.036
Si 1.397 31.248 4.036
Si 4.048 28.491 4.106
Si 6.793 4.055 3.991
Si 9.556 1.409 4.153
Si 6.739 9.502 4.089
Si 9.447 6.887 4.064
Si 6.817 15.011 4.132
Si 9.536 12.325 4.154
Si 6.776 20.373 4.056
Si 9.484 17.67 4.176
Si 6.802 25.739 4.069
Si 9.514 23.185 4.046
Si 6.85 31.317 4.229
Si 9.539 28.528 4.185
Si 12.214 4.113 4.122
Si 14.888 1.427 4.235
Si 12.144 9.596 4.012
Si 14.957 6.871 4.117
Si 12.253 15.089 4.143
Si 14.9 12.221 4.059
Si 12.227 20.457 4.167
Si 15.012 17.794 4.109
Si 12.298 25.913 4.133
Si 15.044 23.153 4.102
Si 12.293 31.386 4.179
Si 14.994 28.664 4.078
Si 17.59 4.149 4.148
Si 20.382 1.423 4.114
Si 17.677 9.53 3.974
Si 20.397 6.886 4.046
Si 17.652 14.948 4.063
Si 20.453 12.235 3.966
Si 17.738 20.486 3.89
Si 20.488 17.708 3.93
Si 17.785 25.976 4.061
Si 20.435 23.141 3.945
Si 17.729 31.422 4.043
Si 20.474 28.76 4.063
Si 23.135 4.138 3.997
Si 25.855 1.402 4.263
Si 23.163 9.538 3.934
Si 25.796 6.76 4.047
Si 23.1 14.916 3.973
Si 25.858 12.13 4.019
Si 23.151 20.387 3.959
Si 25.855 17.552 4.038
Si 23.137 25.868 3.966
Si 25.85 23.129 4.033
Si 23.051 31.323 4.203
Si 25.855 28.586 4.267
Si 28.638 4.053 4.1
Si 31.314 1.264 4.106
Si 28.553 9.514 3.95
Si 31.229 6.712 4.021
Si 28.622 14.87 4.029
Si 31.37 12.234 3.975
Si 28.664 20.383 4.197
Si 31.351 17.608 4.134
Si 28.566 25.851 4.219
Si 31.285 23.117 4.116
Si 28.586 31.355 4.373
Si 31.419 28.495 4.284
Si 0.045 -0.062 5.444
Si 2.725 2.664 5.42
Si -0.022 5.404 5.403
Si 2.695 8.151 5.482
Si -0.017 10.872 5.418
Si 2.666 13.565 5.425
Si 0.063 16.254 5.433
Si 2.73 19.008 5.403
Si 0.031 21.761 5.442
Si 2.738 24.46 5.401
Si 0.057 27.111 5.588
Si 2.719 29.89 5.454
Si 5.46 0.012 5.518
Si 8.159 2.769 5.447
Si 5.481 5.38 5.463
Si 8.102 8.174 5.474
Si 5.407 10.859 5.473
Si 8.151 13.644 5.501
Si 5.421 16.346 5.452
Si 8.129 19.066 5.473
Si 5.441 21.742 5.43
Si 8.166 24.46 5.478
Si 5.449 27.144 5.424
Si 8.189 29.908 5.531
Si 10.9 0.044 5.52
Si 13.548 2.796 5.552
Si 10.846 5.515 5.425
Si 13.548 8.244 5.4
Si 10.874 10.929 5.471
Si 13.588 13.627 5.433
Si 10.871 16.361 5.533
Si 13.622 19.101 5.483
Si 10.86 21.838 5.457
Si 13.667 24.527 5.447
Si 10.928 27.221 5.529
Si 13.665 30.005 5.494
Si 16.35 0.06 5.473
Si 19.012 2.789 5.459
Si 16.274 5.509 5.513
Si 19.029 8.218 5.412
Si 16.321 10.882 5.384
Si 19.07 13.583 5.363
Si 16.336 16.35 5.423
Si 19.09 19.081 5.275
Si 16.419 21.782 5.394
Si 19.129 24.542 5.361
Si 16.36 27.282 5.422
Si 19.066 30.056 5.439
Si 21.714 0.066 5.511
Si 24.443 2.809 5.48
Si 21.766 5.497 5.385
Si 24.455 8.161 5.38
Si 21.8 10.879 5.348
Si 24.486 13.549 5.335
Si 21.784 16.316 5.341
Si 24.518 19.011 5.341
Si 21.777 21.754 5.322
Si 24.469 24.49 5.381
Si 21.813 27.282 5.359
Si 24.449 29.966 5.536
Si 27.189 0.048 5.637
Si 29.962 2.674 5.463
Si 27.21 5.435 5.408
Si 29.881 8.129 5.357
Si 27.219 10.817 5.401
Si 29.99 13.544 5.394
Si 27.232 16.217 5.399
Si 29.998 18.977 5.5
Si 27.229 21.776 5.43
Si 29.932 24.444 5.51
Si 27.22 27.208 5.569
Si 30.012 29.919 5.566
Si 1.377 1.325 6.802
Si 4.082 4.037 6.795
Si 1.316 6.774 6.797
Si 4.05 9.511 6.841
Si 1.32 12.224 6.809
Si 4.048 14.949 6.773
Si 1.392 17.647 6.793
Si 4.077 20.378 6.788
Si 1.409 23.093 6.8
Si 4.08 25.817 6.797
Si 1.397 28.546 6.866
Si 4.087 31.267 6.816
Si 6.825 1.394 6.839
Si 9.516 4.134 6.811
Si 6.797 6.776 6.835
Si 9.499 9.545 6.802
Si 6.774 12.247 6.815
Si 9.514 14.979 6.871
Si 6.77 17.701 6.828
Si 9.51 20.439 6.804
Si 6.804 23.089 6.817
Si 9.531 25.845 6.832
Si 6.795 28.528 6.816
Si 9.553 31.306 6.852
Si 12.237 1.4 6.895
Si 14.94 4.147 6.879
Si 12.231 6.854 6.792
Si 14.952 9.553 6.782
Si 12.244 12.273 6.826
Si 14.972 14.98 6.782
Si 12.256 17.73 6.841
Si 15.028 20.454 6.782
Si 12.265 23.181 6.795
Si 15.014 25.91 6.794
Si 12.291 28.625 6.841
Si 15.024 31.351 6.856
Si 17.687 1.426 6.847
Si 20.405 4.145 6.787
Si 17.689 6.858 6.814
Si 20.412 9.564 6.759
Si 17.698 12.24 6.749
Si 20.422 14.962 6.723
Si 17.746 17.722 6.708
Si 20.422 20.411 6.702
Si 17.753 23.183 6.735
Si 20.465 25.907 6.737
Si 17.718 28.65 6.783
Si 20.38 31.374 6.872
Si 23.097 1.427 6.841
Si 25.834 4.134 6.827
Si 23.097 6.839 6.786
Si 25.839 9.484 6.766
Si 23.135 12.228 6.743
Si 25.854 14.879 6.746
Si 23.154 17.661 6.718
Si 25.865 20.369 6.738
Si 23.126 23.112 6.724
Si 25.829 25.811 6.82
Si 23.117 28.575 6.846
Si 25.803 31.325 6.903
Si 28.586 1.409 6.902
Si 31.309 4.058 6.805
Si 28.539 6.806 6.778
Si 31.255 9.493 6.74
Si 28.591 12.194 6.75
Si 31.319 14.919 6.778
Si 28.574 17.615 6.78
Si 31.352 20.377 6.817
Si 28.573 23.091 6.846
Si 31.315 25.774 6.881
Si 28.608 28.567 6.886
Si 31.358 31.294 6.876
Si -0.025 2.714 13.558
Si 2.748 -0.016 13.569
Si -0.038 8.143 13.55
Si 2.656 5.43 13.552
Si -0.035 13.595 13.674
Si 2.707 10.862 13.587
Si 0.057 19.024 13.645
Si 2.682 16.294 13.705
Si 0.05 24.491 13.603
Si 2.778 21.746 13.664
Si 0.01 29.909 13.556
Si 2.743 27.236 13.618
Si 5.473 2.723 13.597
Si 8.193 0.023 13.603
Si 5.412 8.202 13.572
Si 8.195 5.448 13.609
Si 5.387 13.556 13.613
Si 8.106 10.852 13.574
Si 5.422 19.037 13.697
Si 8.143 16.299 13.627
Si 5.459 24.464 13.653
Si 8.173 21.785 13.615
Si 5.462 29.986 13.631
Si 8.185 27.198 13.608
Si 10.931 2.755 13.634
Si 13.664 0.053 13.693
Si 10.888 8.135 13.64
Si 13.635 5.48 13.694
Si 10.812 13.609 13.583
Si 13.598 10.886 13.601
Si 10.877 19.063 13.57
Si 13.6 16.37 13.508
Si 10.873 24.524 13.581
Si 13.601 21.755 13.511
Si 10.914 29.972 13.621
Si 13.657 27.26 13.558
Si 16.361 2.767 13.75
Si 19.05 0.07 13.699
Si 16.34 8.176 13.697
Si 19.05 5.486 13.789
Si 16.335 13.624 13.569
Si 19.033 10.932 13.629
Si 16.343 19.09 13.485
Si 19.089 16.392 13.585
Si 16.384 24.488 13.566
Si 19.102 21.797 13.517
Si 16.382 30.019 13.65
Si 19.12 27.235 13.554
Si 21.754 2.747 13.747
Si 24.47 -0.012 13.656
Si 21.736 8.18 13.691
Si 24.407 5.477 13.678
Si 21.779 13.647 13.632
Si 24.459 10.912 13.711
Si 21.793 19.105 13.557
Si 24.514 16.313 13.554
Si 21.814 24.501 13.523
Si 24.501 21.701 13.523
Si 21.817 29.965 13.594
Si 24.529 27.172 13.552
Si 27.14 2.68 13.567
Si 29.925 -0.012 13.55
Si 27.134 8.154 13.682
Si 29.855 5.412 13.562
Si 27.191 13.584 13.621
Si 29.869 10.868 13.648
Si 27.249 19.004 13.564
Si 29.962 16.302 13.64
Si 27.262 24.45 13.534
Si 30.005 21.732 13.61
Si 27.22 29.916 13.586
Si 29.964 27.214 13.543
Si 1.337 4.044 14.932
Si 4.104 1.347 14.923
Si 1.353 9.476 14.908
Si 3.991 6.852 14.849
Si 1.315 14.932 15.101
Si 4.048 12.188 15.003
Si 1.445 20.365 15.027
Si 4.039 17.669 15.075
Si 1.4 25.863 14.978
Si 4.115 23.109 15.062
Si 1.39 31.258 14.889
Si 4.072 28.64 14.977
Si 6.843 4.089 14.953
Si 9.583 1.362 14.952
Si 6.76 9.527 14.988
Si 9.557 6.753 15.024
Si 6.76 14.9 14.954
Si 9.439 12.203 14.931
Si 6.819 20.443 15.002
Si 9.512 17.711 14.936
Si 6.833 25.831 14.986
Si 9.528 23.157 14.972
Si 6.815 31.381 14.989
Si 9.55 28.569 14.943
Si 12.277 4.096 15.036
Si 15.017 1.394 15.128
Si 12.239 9.523 14.97
Si 14.983 6.826 15.099
Si 12.207 15.023 14.838
Si 14.973 12.248 14.929
Si 12.231 20.44 14.917
Si 14.944 17.776 14.834
Si 12.27 25.905 14.879
Si 14.974 23.082 14.851
Si 12.266 31.348 15.001
Si 14.993 28.637 14.932
Si 17.696 4.113 15.184
Si 20.402 1.377 15.131
Si 17.711 9.563 15.03
Si 20.425 6.861 15.163
Si 17.7 15.011 14.893
Si 20.39 12.295 14.986
Si 17.7 20.454 14.834
Si 20.426 17.812 14.953
Si 17.806 25.84 14.893
Si 20.492 23.13 14.879
Si 17.717 31.379 15.082
Si 20.465 28.607 14.92
Si 23.096 4.133 15.119
Si 25.833 1.344 15.005
Si 23.069 9.536 15.072
Si 25.729 6.828 15.07
Si 23.152 15.034 14.978
Si 25.822 12.307 15.066
Si 23.134 20.437 14.977
Si 25.87 17.659 14.917
Si 23.198 25.797 14.91
Si 25.91 23.028 14.82
Si 23.148 31.265 15.04
Si 25.871 28.523 14.925
Si 28.481 4.028 14.903
Si 31.269 1.355 14.898
Si 28.503 9.51 15.035
Si 31.21 6.806 14.859
Si 28.583 14.918 14.97
Si 31.233 12.228 15.01
Si 28.665 20.307 14.931
Si 31.357 17.672 14.996
Si 28.623 25.833 14.871
Si 31.371 23.128 14.962
Si 28.588 31.29 14.919
Si 31.304 28.574 14.92
Si 0.024 -0.024 16.162
Si 2.747 2.677 16.273
Si -0.122 5.421 16.156
Si 2.684 8.148 16.334
Si -0.059 10.765 16.233
Si 2.666 13.478 16.405
Si -0.03 16.358 16.469
Si 2.744 19.05 16.535
Si 0.107 21.78 16.313
Si 2.737 24.506 16.38
Si 0.014 27.249 16.281
Si 2.723 30.015 16.381
Si 5.45 0.09 16.385
Si 8.249 2.711 16.302
Si 5.383 5.522 16.12
Si 8.164 8.156 16.292
Si 5.375 10.834 16.418
Si 8.024 13.468 16.328
Si 5.423 16.244 16.334
Si 8.177 19.073 16.329
Si 5.519 21.781 16.453
Si 8.197 24.49 16.394
Si 5.432 27.226 16.251
Si 8.173 29.95 16.249
Si 10.925 0.051 16.387
Si 13.61 2.762 16.451
Si 10.929 5.402 16.448
Si 13.583 8.219 16.403
Si 10.822 10.864 16.268
Si 13.54 13.641 16.147
Si 10.897 16.364 16.256
Si 13.592 19.09 16.259
Si 10.896 21.794 16.312
Si 13.589 24.448 16.135
Si 10.977 27.27 16.302
Si 13.62 29.978 16.335
Si 16.368 0.039 16.553
Si 19.093 2.757 16.577
Si 16.305 5.477 16.556
Si 19.095 8.311 16.493
Si 16.302 10.895 16.351
Si 19.038 13.691 16.312
Si 16.315 16.431 16.136
Si 19.05 19.226 16.282
Si 16.308 21.714 16.227
Si 19.157 24.442 16.259
Si 16.44 27.257 16.151
Si 19.162 29.989 16.328
Si 21.746 -0.083 16.436
Si 24.483 2.712 16.393
Si 21.758 5.477 16.588
Si 24.375 8.193 16.522
Si 21.704 10.933 16.397
Si 24.476 13.729 16.437
Si 21.833 16.483 16.291
Si 24.48 18.994 16.264
Si 21.826 21.883 16.367
Si 24.548 24.314 16.192
Si 21.874 27.252 16.213
Si 24.568 29.872 16.345
Si 27.233 -0.053 16.307
Si 29.835 2.657 16.243
Si 27.088 5.335 16.273
Si 29.883 8.085 16.324
Si 27.15 10.886 16.417
Si 29.903 13.603 16.422
Si 27.256 16.326 16.283
Si 30.044 19.022 16.387
Si 27.279 21.691 16.179
Si 29.991 24.533 16.258
Si 27.252 27.145 16.241
Si 29.967 29.96 16.283
Si 1.366 1.26 17.56
Si 4.125 4.138 17.496
Si 1.208 6.74 17.52
Si 4.048 9.445 17.819
Si 1.256 12 17.682
Si 4.072 14.865 17.707
Si 1.289 17.732 17.923
Si 4.227 20.401 17.878
Si 1.403 23.124 17.761
Si 4.117 25.912 17.68
Si 1.31 28.626 17.68
Si 4.089 31.41 17.781
Si 6.832 1.497 17.722
Si 9.591 3.971 17.791
Si 6.714 6.819 17.545
Si 9.508 9.491 17.675
Si 6.685 12.15 17.883
Si 9.486 14.893 17.42
Si 6.789 17.671 17.619
Si 9.532 20.453 17.703
Si 6.85 23.171 17.869
Si 9.665 25.869 17.625
Si 6.761 28.61 17.558
Si 9.541 31.267 17.619
Si 12.266 1.411 17.84
Si 14.874 4.09 17.935
Si 12.269 6.831 17.779
Si 14.923 9.584 17.788
Si 12.179 12.294 17.511
Si 14.874 15.088 17.386
Si 12.253 17.751 17.652
Si 14.972 20.374 17.669
Si 12.294 23.165 17.634
Si 15.036 25.817 17.298
Si 12.286 28.647 17.734
Si 14.894 31.296 17.804
Si 17.806 1.359 17.982
Si 20.43 4.123 18.034
Si 17.727 6.939 17.8
Si 20.42 9.702 17.975
Si 17.655 12.302 17.645
Si 20.428 15.16 17.561
Si 17.638 17.806 17.504
Si 20.314 20.693 17.704
Si 17.652 23.107 17.525
Si 20.636 25.792 17.525
Si 17.757 28.621 17.55
Si 20.505 31.162 17.912
Si 23.115 1.322 17.7
Si 25.86 4.003 17.804
Si 23.089 6.818 18.032
Si 25.683 9.663 17.832
Si 22.995 12.363 17.705
Si 25.885 15.155 17.769
Si 23.108 17.828 17.799
Si 25.966 20.267 17.503
Si 23.338 23.063 17.82
Si 25.916 25.642 17.478
Si 23.265 28.47 17.709
Si 25.948 31.217 17.693
Si 28.573 1.268 17.692
Si 31.133 4.119 17.488
Si 28.422 6.692 17.562
Si 31.354 9.379 17.65
Si 28.569 12.185 17.781
Si 31.247 14.989 17.82
Si 28.724 17.526 17.673
Si 31.406 20.499 17.691
Si 28.625 23.082 17.487
Si 31.341 25.904 17.657
Si 28.576 28.561 17.57
Si 31.379 31.356 17.584
Si -0.116 2.692 18.612
Si 2.721 0.159 19.2
Si -0.083 7.9 19.09
Si 2.6 5.388 18.752
Si 0.034 13.549 18.939
Si 2.479 10.603 19.192
Si -0.002 19.308 19.27
Si 2.739 16.232 19.069
Si -0.084 24.468 19.062
Si 2.973 21.955 19.154
Si 0.005 30.063 19.047
Si 2.593 27.157 18.977
Si 5.989 3.471 18.784
Si 8.049 -0.107 18.912
Si 5.46 8.035 19.16
Si 7.77 5.097 18.703
Si 5.141 13.4 19.259
Si 8.077 10.668 19.129
Si 5.575 18.9 19.208
Si 8.189 16.213 18.768
Si 5.554 24.735 19.148
Si 8.239 21.756 19.218
Si 5.33 29.807 19.01
Si 8.32 27.367 18.767
Si 10.763 2.507 19.354
Si 13.595 0.049 19.27
Si 10.73 8.034 19.106
Si 13.671 5.702 19.329
Si 10.745 13.579 18.832
Si 13.541 11.091 18.965
Si 11.023 19.206 19.025
Si 13.576 16.3 18.913
Si 10.963 24.522 19.066
Si 13.745 21.868 18.995
Si 9.214 28.979 20.195
Si 13.799 27.118 18.691
Si 16.352 2.782 19.27
Si 19.151 -0.162 19.375
Si 16.35 8.296 19.17
Si 19.055 5.672 19.319
Si 16.216 13.783 18.71
Si 18.997 11.214 19.262
Si 16.237 18.904 19.024
Si 19.052 16.55 18.834
Si 16.317 24.549 18.747
Si 18.799 21.921 19.156
Si 16.346 29.87 18.984
Si 19.182 27.178 18.709
Si 21.849 2.585 19.259
Si 24.493 -0.12 18.925
Si 21.768 8.287 19.461
Si 24.532 5.322 19.276
Si 21.705 13.866 19.002
Si 24.278 11.11 19.226
Si 21.646 19.335 19.013
Si 24.575 16.593 19.255
Si 22.503 25.065 18.898
Si 24.702 21.426 19.041
Si 21.981 29.723 19.259
Si 24.363 26.693 18.826
Si 27.172 2.491 19.13
Si 30.018 -0.056 19.019
Si 27.061 8.081 18.868
Si 29.657 5.262 18.947
Si 27.135 13.59 19.05
Si 29.997 10.682 19.011
Si 27.43 19.01 18.833
Si 29.793 16.179 19.354
Si 27.195 24.246 18.879
Si 30.044 21.95 18.931
Si 27.3 29.858 19.09
Si 29.934 27.276 18.966
Si 1.455 3.743 19.913
Si 2.927 2.075 20.706
Si 1.566 8.757 20.544
Si 3.875 6.628 20.2
Si 1.785 14.425 20.195
Si 3.29 12.457 20.35
Si 1.509 20.727 20.431
Si 4.232 17.347 20.47
Si 1.465 25.606 20.341
Si 3.984 23.703 20.542
Si 1.65 31.121 20.485
Si 3.695 28.646 20.32
Si 5.286 3.941 20.933
Si 9.765 0.583 20.288
Si 7.215 8.914 20.553
Si 8.938 7.222 20.475
Si 6.118 14.902 20.778
Si 9.593 12.047 20.211
Si 7.241 20.012 20.51
Si 9.774 18.123 20.662
Si 7.09 26.2 20.276
Si 9.915 22.916 20.454
Si 6.836 31.038 20.245
Si 10.966 30.085 19.149
Si 12.086 4.3 21.608
Si 15.299 1.093 20.586
Si 12.133 10.284 20.639
Si 15.547 6.537 20.537
Si 12.2 14.845 20.122
Si 14.595 12.85 20.088
Si 12.182 20.747 20.281
Si 15.261 17.125 20.36
Si 12.719 25.655 20.116
Si 14.896 23.471 20.264
Si 11.765 31.887 20.561
Si 15.376 28.076 20.127
Si 17.222 4.708 20.374
Si 20.933 0.844 20.616
Si 17.721 9.658 20.507
Si 19.971 7.398 20.781
Si 17.599 15.155 19.941
Si 19.928 13.143 20.412
Si 17.675 20.154 20.354
Si 20.06 18.136 20.241
Si 17.645 25.984 19.957
Si 19.014 24.422 21.105
Si 17.375 31.321 20.491
Si 20.645 28.048 20.293
Si 23.551 3.575 20.566
Si 25.647 1.217 20.417
Si 22.904 9.947 20.788
Si 25.951 6.788 20.448
Si 23.511 14.716 20.273
Si 25.242 12.957 20.323
Si 23.185 20.27 20.552
Si 26.208 17.992 20.505
Si 21.68 25.914 20.916
Si 26.366 22.49 20.316
Si 23.277 31.342 20.496
Si 25.927 27.405 20.549
Si 28.714 3.611 20.445
Si 31.166 1.645 20.171
Si 28.72 9.101 20.071
Si 30.802 6.78 20.225
Si 28.704 14.392 20.605
Si 31.44 12.686 20.687
Si 28.72 20.499 20.078
Si 31.055 18.603 20.905
Si 28.52 25.734 20.038
Si 30.811 23.644 20.439
Si 29.133 30.83 20.268
Si 30.828 29.136 20.147
Si 14.942 12.912 28.527
Si 5.879 1.924 24.261
Si -1.973 18.85 28.436
Si -13.47 5.698 26.102
Si -12.404 7.578 23.866
Si -5.308 15.148 27.912
Si -5.003 18.32 27.904
Si 17.705 9.011 24.949
Si -11.738 22.158 29.857
Si -20.693 19.273 28.015
Si -14.402 35.592 32.619
Si -9.81 30.491 25.905
Si 9.467 12.706 25.013
Si 6.528 -0.117 32.499
Si -1.821 7.745 26.858
Si 33.296 -1.786 28.347
Si 5.326 18.677 25.313
Si -15.277 18.072 24.597
Si 5.555 27.845 22.386
Si 0.81 26.552 33.496
Si 5.562 21.456 26.822
Si 24.764 29.336 32.054
Si 14.908 -3.996 33.471
Si 22.43 2.514 30.797
Si 13.724 -9.874 26.34
Si 11.534 -1.214 23.695
Si 8.375 6.414 30.657
Si 16.555 7.667 31.41
Si 25.416 4.84 25.023
Si 14.642 17.695 23.349
Si -0.431 24.681 31.21
Si 8.524 24.544 22.575
Si 35.037 31.404 23.414
Si 9.427 40.25 28.224
Si 18.294 -5.968 32.137
Si 39.854 -0.337 25.165
Si -3.09 11.488 30.023
Si 13.14 -4.825 22.113
Si 10.549 5.081 29.362
Si 45.66 22.805 29.023
Si 18.099 21.959 24.855
Si 12.137 13.934 24.143
Si 34.201 5.435 30.444
Si 9.228 33.825 33.271
Si 28.948 31.456 33.485
Si 33.74 23.125 29.214
Si 30.535 9.06 24.111
Si 16.064 6.91 23.548
Si 33.111 11.587 32.483
Si 35.28 19.479 22.047
Si 35.795 2.715 30.314
Si 22.11 10.206 30.253
Si 38.996 17.453 29.19
Si 37.601 43.6 25.391
Si 28.44 30.499 23.194
Si 15.611 30.994 26.442
Si 42.277 30.666 30.077
Si 9.009 30.9 27.099
Si 31.829 0.092 26.636
Si 26.167 -13.133 23.116
Si 26.237 16.733 23.094
Si 35.346 13.599 32.412
Si 26.794 15.002 25.151
Si 24.885 18.347 28.866
Si 36.27 22.676 33.186
Si 33.307 13.806 22.786
Si 19.659 46.341 26.367
Si 15.344 34.608 33.104
Si 22.139 28.168 24.612
Si 33.066 30.477 31.134
Si -3.14 -1.688 26.022
Si 8.349 13.864 22.448
Si -0.122 19.399 23.434
Si 7.536 3.835 23.155
Si 15.453 2.57 25.744
Si 1.476 28.284 27.429
Si -1.197 23.712 27.298
Si 17.352 20.076 27.068
Si -4.189 19.369 25.181
Si 9.909 18.255 33.129
Si 8.563 21.155 26.513
Si -7.923 48.322 27.246
Si -8.135 -4.073 29.094
Si 3.072 1.288 25.104
Si 10.211 -6.278 24.603
Si 21.852 -4.169 27.567
Si -9.278 15.631 23.142
Si 11.177 10.315 25.36
Si -2.837 21.255 27.126
Si 16.555 29.084 31.125
Si 4.154 17.757 33.218
Si 2.563 29.035 32.524
Si 4.073 26.548 27.178
Si 18.427 31.059 26.968
Si 19.68 -1.069 24.346
Si 12.682 -6.133 33.393
Si 10.084 14.959 29.048
Si -6.069 23.845 33.829
Si 17.456 4.505 22.644
Si 26.963 10.453 30.694
Si 12.633 13.689 30.289
Si 18.025 16.21 26.693
Si 18.335 22.282 31.271
Si 13.577 34.487 30.572
Si 4.718 -8.045 31.197
Si 18.707 30.895 29.944
Si 9.425 -4.822 27.148
Si 14.386 -5.112 29.331
Si 26.643 12.291 32.951
Si 22.95 15.245 33.091
Si 17.269 20.242 33.186
Si 37.587 37.399 27.024
Si 23.096 8.499 24.924
Si 20.414 11.193 27.718
Si 4.795 19.581 30.813
Si 10.307 19.779 30.612
Si 14.549 20.548 28.054
Si 11.754 29.058 28.547
Si 16.013 5.643 26.181
Si 24.142 6.761 27.137
Si 24.991 8.779 22.693
Si 17.995 9.23 27.977
Si 19.308 -5.714 27.571
Si 32.121 8.744 31.77
Si 12.179 10.272 33.393
Si 40.742 24.264 29.692
Si 24.54 24.231 24.488
Si 34.578 39.802 25.168
Si 19.922 36.302 24.439
Si 53.91 40.224 31.15
Si 28.984 20.623 33.373
Si 39.447 5.195 32.722
Si 33.267 12.249 29.645
Si 25.909 4.677 32.477
Si 12.962 29.649 25.899
Si 10.902 15.712 21.941
Si 23.784 36.932 28.698
Si 29.339 13.366 32.229
Si 34.054 39.34 33.111
Si 34.11 16.325 32.436
Si 39.421 41.522 23.735
Si 33.026 35.243 25.187
Si 1.701 17.32 28.497
Si 9.885 2.419 27.952
Si 0.248 18.567 30.591
Si 2.895 6.887 28.101
Si -3.062 32.716 28.45
Si 0.521 2.43 22.149
Si 5.848 22.216 29.855
Si -1.427 22.622 33.198
Si -2.938 6.261 33.417
Si 16.374 24.61 30.907
Si 11.21 33.025 26.196
Si -5.692 45.792 22.814
Si 18.863 5.753 31.366
Si 7.042 -3.025 31.586
Si 6.874 2.91 28.342
Si 10.537 0.938 30.667
Si 14.939 7.11 28.828
Si 5.854 11.409 28.107
Si 19.923 0.68 31.161
Si 2.011 20.82 31.215
Si 4.701 8.926 27.332
Si -5.869 37.487 29.734
Si 10.497 28.954 22.873
Si 4.8 -5.005 31.23
Si 16.111 11.507 22.505
Si 8.245 1.127 23
Si 27.815 -4.029 32.659
Si 13.349 4.992 30.652
Si 4.021 15.685 28.321
Si 16.286 13.357 31.313
Si 21.915 12.385 32.299
Si 0.817 24.168 24.925
Si 9.19 6.746 33.392
Si 2.864 11.899 23.35
Si 24.613 -0.03 25.476
Si 29.01 -4.885 29.814
Si 20.931 11.569 22.615
Si 22.417 3.198 33.847
Si 17.949 9.681 33.112
Si 14.743 6.268 33.203
Si 30.495 38.851 23.072
Si 25.453 30.467 27.075
Si 15.094 10.029 28.799
Si 29.705 24.939 29.35
Si 31.996 28.6 29.234
Si 38.753 2.696 31.168
Si 19.852 -14.031 27.243
Si 19.918 19.566 24.291
Si 38.175 -1.825 22.978
Si 21.999 18.235 22.463
Si 22.349 11.299 25.372
Si 13.102 26.752 24.862
Si 29.799 14.264 29.489
Si 40.192 25.044 32.464
Si 18.402 11.764 24.135
Si 24.776 41.239 29.616
Si 22.25 28.431 32.921
Si 31.468 2.496 32.071
Si 34.371 2.086 32.84
Si 27.812 10.173 22.841
Si 19.714 6.8 28.871
Si 25.277 1.668 31.565
Si 35.864 23.59 26.873
Si 21.147 33.942 23.602
Si 45.968 11.129 23.386
Si 32.379 14.921 28.155
Si 25.607 31.647 22.571
Si 24.155 39.688 32.212
Si 18.788 29.479 22.498
Si 14.633 2.967 22.982
Si -3.614 6.616 29.081
Si -8.172 21.995 22.587
Si -9.871 3.663 23.535
Si -5.498 1.897 29.166
Si 13.377 15.969 25.549
Si 2.822 16.878 25.902
Si 6.897 -6.346 27.586
Si -6.713 23.892 27.09
Si 15.074 18.004 33.204
Si -15.356 32.998 25.341
Si 9.997 22.216 29.123
Si 19.032 12.551 32.512
Si 15.524 -7.715 25.474
Si 27.603 5.27 22.662
Si 4.184 1.923 27.633
Si 5.535 -6.689 24.888
Si 15.307 15.724 27.914
Si -6.515 26.691 27.377
Si 13.441 25.052 30.991
Si 21.068 26.058 31.405
Si 16.478 26.128 28.086
Si 14.675 -16.853 31.012
Si 9.767 5.905 23.065
Si 10.826 10.456 28.33
Si 6.422 -5.078 33.639
Si 10.744 16.734 26.761
Si 12.911 10.717 30.652
Si 9.383 7.836 25.246
Si 14.06 0.551 27.697
Si 11.35 21.275 25.522
Si 13.14 20.243 23.174
Si -7.362 35.196 26.779
Si 28.039 28.855 27.151
Si 24.286 -0.72 33.23
Si 17.991 -8.059 23.862
Si 36.323 12.905 29.753
Si 4.963 6.931 25.098
Si 14.495 12.458 33.629
Si 20.299 -2.019 32.381
Si 22.158 19.279 29.184
Si 24.27 20.233 33.116
Si 22.583 14.204 25.845
Si 38.011 20.567 22.987
Si 30.633 32.251 31.264
Si 33.358 29.045 24.49
Si 41.346 12.587 28.093
Si 20.79 23.352 32.572
Si 30.823 -4.069 23.184
Si 26.631 21.655 31.754
Si 23.456 17.82 31.342
Si 31.82 9.606 29.071
Si 32.496 22.279 22.572
Si 19.261 27.362 24.396
Si 23.642 25.26 26.846
Si 29.014 41.044 31.665
Si 38.306 23.439 23.331
Si 31.147 -14.673 25.584
Si 32.268 5.364 25.331
Si 32.825 15.525 25.157
Si 33.385 9.54 23.498
Si 48.582 21.637 22.555
Si 40.608 18.042 26.588
Si 21.187 24.869 28.581
Si 31.067 5.039 30.802
Si 41.397 17.294 30.677
Si 32.892 26.64 23.083
Si 24.118 26.611 22.828
Si 27.775 22.428 28.97
O 5.596 11.865 26.554
O -3.408 -0.418 32.116
O -5.097 5.976 28.901
O -4.369 -3.904 28.749
O 8.031 -5.227 27.871
O 5.736 1.767 28.087
O -0.948 6.461 26.391
O -10.446 -2.871 24.591
O 6.571 3.632 32.389
O 1.274 0.712 33.575
O -1.189 17.783 34.822
O -5.844 -2.09 22.886
O -3.12 19.189 33.877
O 7.28 11.964 28.537
O 5.827 9.783 28.107
O -0.966 29.084 34.653
O -7.373 24.803 33.92
O -5.74 29.947 26.798
O 3.757 14.186 28.791
O -0.069 38.056 30.472
O -4.895 32.163 34.324
O -0.763 29.999 28.382
O -12.882 30.566 23.129
O 0.231 31.472 34.935
O 8.227 -7.457 31.008
O 24.933 -1.582 34.427
O 0.804 9.041 21.953
O 5.618 -0.109 33.854
O -2.237 22.663 26.676
O 8.681 2.413 34.121
O 16.727 16.431 27.623
O 8.38 13.233 23.937
O 6.646 9.884 34.862
O 17.847 13.153 31.613
O 10.091 1.4 29.191
O 9.74 1.71 31.846
O 5.202 16.73 33.93
O 17.875 20.844 31.825
O 22.182 18.216 30.419
O 12.128 20.691 34.865
O 12.675 12.275 31.098
O 8.226 23.91 33.366
O 14.585 34.083 31.779
O 14.299 25.977 25.571
O 11.368 44.763 35.639
O 0.659 36.539 21.382
O 2.614 21.569 32.533
O 9.478 28.979 34.985
O 14.557 -2.8 26.026
O 5.368 7.767 26.432
O 6.389 -1.531 31.705
O 21.56 1.976 34.534
O 12.082 1.325 30.941
O -9.775 -0.174 33.878
O 2.935 16.967 32.503
O 10.42 0.44 34.099
O 8.518 8.056 34.075
O 15.868 0.71 34.021
O 13.376 3.841 22.468
O 11.138 14.132 29.94
O 0.744 19.819 31.518
O 10.841 17.412 34.134
O 10.015 22.651 34.699
O 22.618 11.403 31.225
O 17.623 15.152 34.906
O 0.789 24.445 30.148
O 22.305 25.514 27.637
O 1.451 21.891 30.162
O 18.354 24.244 35.233
O 7.517 26.418 33.323
O 15.571 28.207 30.206
O 19.699 30.127 30.968
O 23.066 -4.503 28.566
O 24.008 4.274 24.414
O 28.529 1.095 28.986
O 17.492 6.434 31.816
O 13.872 5.357 32.163
O 10.565 6.278 34.114
O 15.454 12.235 34.905
O 21.898 11.729 23.881
O 14.461 10.374 30.271
O 9.071 0.53 21.778
O 23.371 9.373 29.68
O 22.709 13.791 32.431
O 19.114 12.8 25.122
O 29.727 11.902 31.607
O 20.409 17.889 34.799
O 18.492 19.609 34.043
O 18.829 8.556 21.009
O 25.169 33.184 32.692
O 39.769 2.933 29.939
O 22.097 27.713 26.162
O 13.247 25.525 34.518
O 13.932 33.675 29.23
O 24.711 34.213 25.652
O 25.578 22.837 21.71
O 26.361 1.29 30.432
O 18.767 3.859 23.323
O 35.885 1.875 28.936
O 31.953 23.258 31.918
O 23.223 9.656 34.715
O 20.157 2.065 24.595
O 35.222 1.785 31.51
O 24.924 7.621 30.921
O 28.999 5.086 34.3
O 12.405 -7.087 32.119
O 38.73 1.132 31.585
O 25.473 12.958 33.848
O 19.249 17.143 27.163
O 11.874 16.614 25.602
O 21.252 22.765 33.992
O 17.62 8.604 26.521
O 16.043 27.792 34.219
O 19.17 13.311 33.93
O 27.077 38.755 21.379
O 24.873 40.379 28.239
O 21.527 27.981 34.285
O 21.953 27.337 31.787
O 21.71 29.898 32.534
O 18.878 34.352 31.826
O 21.96 4.685 34.265
O 27.872 9.514 31.668
O 32.657 -6.867 32.309
O 36.053 -3.125 33.823
O 28.603 7.222 32.733
O 36.181 -4.007 31.25
O 39.486 3.973 35.238
O 34.66 7.132 26.781
O 38.027 18.693 29.575
O 38.778 -1.133 21.633
O 35.932 14.019 33.858
O 37.263 12.019 34.87
O 31.64 16.589 25.014
O 18.691 19.6 27.847
O 30.578 24.885 27.978
O 25.358 19.538 34.066
O 25.686 27.515 28.699
O 26.794 23.144 32.394
O 19.539 26.488 31.14
O 27.364 27.471 26.634
O 27.96 24.624 34.255
O 28.51 28.049 31.324
O 17.399 38.699 23.222
O 25.944 33.972 35.108
O 4.284 2.722 21.353
O -6.271 9.437 23.194
O 10.235 -2.19 23.401
O -8.011 2.414 20.966
O -1.749 7.711 23.331
O -6.637 19.332 21.484
O -3.907 21.342 28.328
O 2.572 2.974 33.897
O -2.589 13.542 20.901
O -2.009 5.676 32.243
O 9.636 16.276 29.834
O 8.205 8.55 24.391
O -1.371 23.136 21.916
O 3.9 24.96 27.354
O 12.377 9.068 34.447
O 5.531 21.916 23.86
O 6.087 28.574 30.735
O 2.687 24.651 20.9
O -0.237 11.634 33.973
O 4.764 23.463 21.963
O 2.684 29.871 20.624
O 11.328 32.814 24.573
O -1.351 29.007 21.701
O 0.565 26.142 21.59
O -2.28 10.184 29.567
O 14.39 2.53 24.515
O 10.244 -0.822 26.705
O 7.198 -8.849 23.123
O 13.726 3.435 30.349
O 9.592 7.08 21.961
O 17.605 5.925 26.139
O 12.143 -2.68 27.262
O 5.878 7.489 23.889
O 1.673 16.16 24.99
O 12.955 10.319 22.028
O 10.814 11.201 20.893
O 6.6 17.746 25.711
O 9.553 23.765 29.273
O 9.286 25.383 23.732
O -5.025 19.698 23.819
O 1.492 19.265 23.219
O 8.085 25.453 21.319
O 0.512 23.048 23.805
O 4.851 23.508 30.008
O 12.331 31.516 34.97
O 9.622 28.39 21.651
O 8.076 30.06 20.635
O 11.88 15.191 23.137
O 1.768 -4.992 32.839
O 8.412 -13.104 26.342
O 14.957 -0.8 27.651
O 6.617 3.916 21.832
O 14.921 11.083 23.527
O 20.526 1.399 22.097
O 14.488 17.429 21.762
O 23.691 19.431 28.652
O 9.265 16.878 19.772
O 19.947 6.258 27.395
O 18.899 25.915 23.834
O 10.139 32.028 30.786
O 5.522 16.187 28.6
O 12.236 22.623 25.73
O 7.078 21.811 26.27
O 18.368 32.56 24.19
O 9.322 39.754 31.812
O 12.691 28.075 25.68
O 13.722 27.193 23.45
O 18.207 23.912 22.413
O 6.742 25.913 25.994
O 26.456 37.813 23.803
O 15.166 27.076 27.998
O 11.421 10.8 26.873
O 21.945 -2.575 27.2
O 33.143 -0.553 27.338
O 31.356 1.002 31.507
O 18.86 2.874 34.106
O 22.638 3.723 29.717
O 31.053 5.892 21.583
O 27.728 13.405 32.481
O 18.66 14.157 20.733
O 13.396 13.813 20.662
O 21.173 18.607 28.125
O 29.741 19.596 21.038
O 19.312 22.035 30.003
O 6.398 20.637 21.761
O 12.32 26.673 21.331
O 8.268 40.041 29.358
O 31.186 17.879 27.213
O 13.181 28.576 29.098
O 25.704 3.084 32.249
O 17.608 30.336 21.79
O 11.495 35.743 20.726
O 10.736 27.862 28.107
O 17.221 30.34 30.333
O 16.349 32.531 20.923
O 36.091 7.097 24.603
O 27.551 3.435 29.445
O 43.222 1.791 26.614
O 29.804 14.458 31.11
O 20.644 12.97 21.873
O 20.513 6.85 34.874
O 34.615 6.507 29.324
O 28.007 9.923 21.271
O 16.745 20.576 21.636
O 22.695 17.085 23.352
O 23.075 14.706 24.403
O 18.874 26.467 33.636
O 23.171 18.936 21.552
O 23.243 21.485 21.67
O 25.227 20.797 23.402
O 26.885 16.95 21.604
O 37.87 16.207 21.155
O 22.609 34.686 23.613
O 27.313 26.552 20.851
O 20.458 25.033 21.547
O 32.482 36.554 25.972
O 21.05 32.44 24.168
O 36.947 34.555 24.203
O 30.602 35.47 33.407
O 43.271 3.817 28.352
O 29.766 7.985 20.67
O 32.829 7.571 32.582
O 32.123 1.394 21.471
O 30.946 11.188 20.296
O 28.748 -1.42 24.607
O 30.099 5.512 29.614
O 32.353 12.699 22.049
O 30.584 17.119 20.448
O 23.925 22.99 23.689
O 36.304 15.752 26.744
O 33.809 14.861 21.658
O 30.139 12.717 29.148
O 31.968 20.877 23.143
O 24.326 31.012 21.744
O 32.498 14.518 23.953
O 34.443 29.819 27.897
O 26.357 28.9 20.059
O 34.927 23.848 25.572
O 21.572 25.427 30.034
O 29.241 29.039 23.305
O 28.892 38.699 23.256
O 26.075 36.361 25.964
O 20.416 28.005 28.153
O -4.906 11.755 23.102
O 1.077 -4.666 23.318
O -3.548 9.652 23.629
O -1.807 0.777 27.734
O 6.304 4.335 27.784
O -2.986 18.301 24.971
O 6.038 10.101 24.516
O 8.193 5.465 33.502
O -0.47 19.073 24.974
O 4.044 11.856 24.434
O 13.584 23.615 27.738
O 6.876 9.225 22.15
O 5.168 19.947 26.332
O -18.356 21.308 26.64
O -0.898 29.378 24.265
O 3.348 18.075 21.646
O -5.027 21.538 20.794
O 10.705 19.283 32.125
O 5.885 26.751 23.519
O 3.94 17.822 25.194
O -11.15 22.635 31.304
O 5.944 29.285 22.958
O 14.4 28.513 21.366
O -9.185 19.008 32.435
O 9.619 -6.024 26.079
O 13.598 -13.427 28.075
O 7.665 -1.16 26.445
O 14.777 1.674 22.017
O -0.955 1.179 35.023
O 19.011 -0.18 30.124
O 13.848 -13.885 33.959
O 19.496 -1.881 25.759
O 15.394 12.441 32.304
O 9.062 18.818 30.209
O 9.115 17.165 32.239
O 0.302 27.633 28.364
O 14.896 16.108 29.433
O 4.314 26.782 25.584
O 9.75 21.624 25.484
O 7.161 16.993 30.5
O 0.22 13.555 28.817
O -11.051 20.752 29.527
O -2.311 31.424 34.26
O 0.751 25.58 24.165
O 19.038 -2.033 28.387
O 6.854 -12.195 34.836
O 24.291 -1.773 31.993
O 15.978 -0.618 25.242
O 17.041 -13.65 25.876
O 7.304 -1.652 35.077
O 15.748 4.061 26.254
O 25.151 6.089 26.038
O 21.36 4.265 23.988
O 13.442 13.385 28.923
O 31.714 -1.534 31.741
O 15.428 12.419 21.393
O 8.464 19.039 21.086
O 15.487 14.123 27.607
O 16.51 16.105 20.762
O 18.903 19.159 20.825
O -4.93 20.61 32.353
O 20.434 12.73 31.749
O 11.269 17.863 27.769
O 15.93 12.882 29.817
O 17.697 28.149 31.789
O 9.514 23.436 21.948
O -0.317 22.926 28.41
O 7.293 25.029 28.495
O 8.79 14.043 28.767
O 16.58 -11.202 34.001
O 16.638 2.833 32.659
O 14.269 2.779 33.996
O 11.647 8.779 20.277
O 8.261 5.755 20.151
O 21.311 10.834 29.001
O 17.01 -2.404 26.832
O 20.357 7.037 22.333
O 25.122 7.727 21.479
O 18.978 5.657 29.753
O 33.231 16.186 28.64
O 16.178 18.126 23.556
O 25.781 14.819 28.185
O 25.433 15.64 25.773
O 32.707 35.413 23.626
O 14.459 21.188 23.099
O 17.65 21.488 26.335
O 23.912 42.492 22.084
O 23.106 32.073 25.741
O 13.209 14.382 25.267
O 5.09 24.48 24.441
O 19.385 30.241 33.666
O 26.915 21.821 30.186
O 28.701 -8.996 29.468
O 16.176 -13.546 32.802
O 18.814 10.972 32.737
O 29.315 2.199 35.594
O 24.586 17.148 27.82
O 28.923 -0.91 27.331
O 22.578 7.15 31.938
O 20.078 12.77 27.64
O 16.814 10.114 34.175
O 31.768 18.443 22.362
O 23.095 7.648 26.288
O 20.887 17.52 21.512
O 15.783 16.953 34.202
O 26.729 22.686 27.76
O 21.151 24.928 32.566
O 19.359 23.116 20.17
O 20.78 27.668 23.914
O 23.317 26.172 35.024
O 25.638 18.117 23.691
O 39.971 22.878 30.056
O 18.021 32.638 26.78
O 22.11 32.405 20.976
O 20.051 39.404 31.875
O 26.142 32.921 21.671
O 29.012 7.79 30.17
O 34.498 10.692 23.594
O 30.848 15.169 28.664
O 36.667 5.726 27.908
O 22.974 12.636 26.027
O 37.852 5.402 25.569
O 33.334 5.562 34.04
O 29.161 20.708 25.762
O 39.961 15.297 19.752
O 39.259 1.256 22.929
O 43.417 13.672 24.927
O 25.121 21.12 32.053
O 27.996 11.268 29.748
O 25.67 12.775 21.911
O 31.196 5.214 24.135
O 44.2 22.246 28.636
O 45.314 32.937 26.943
O 22.919 25.953 21.965
O 26.264 22.666 34.901
O 33.608 28.324 25.911
O 42.548 21.346 30.502
O 37.161 26.148 30.61
O 37.281 35.858 30.722
O 19.14 27.301 25.997
O 1.04 5.845 24.743
O -2.07 -4.682 29.627
O 6.019 -8.067 32.146
O 20.471 -0.402 32.263
O -0.916 8.769 27.714
O 1.969 13.221 23.491
O 14.829 1.752 26.96
O 13.341 14.884 31.126
O -0.81 9.998 23.855
O 12.698 12.639 23.353
O 14.883 24.554 31.534
O 13.696 -6.404 29.979
O 18.71 18.589 23.828
O 1.474 31.562 22.058
O -1.693 20.312 27.782
O 4.575 5.431 21.123
O 10.953 37.578 22.587
O -0.227 22.064 34.098
O 12.054 10.395 29.344
O 1.522 20.453 35.051
O 6.172 31.42 24.313
O 4.773 44.551 29.206
O 10.237 27.883 24.017
O 8.476 32.808 24.274
O 6.515 36.081 24.356
O 12.793 -8.899 30.281
O 1.951 2.417 25.362
O 8.325 5.207 23.286
O 11.366 -5.365 33.967
O 9.241 -3.297 26.594
O 19.61 -4.03 21.42
O 11.75 -6.804 24.683
O 11.498 19.639 29.525
O 10.589 -15.32 21.873
O 3.235 19.954 30.595
O 13.616 18.843 23.793
O 16.491 8.37 24.092
O 10.03 11.226 24.648
O 10.043 9.058 28.366
O 14.568 17.168 31.9
O 9.07 21.5 28.008
O 6.841 14.39 22.145
O 15.934 14.923 31.531
O 8.971 12.692 34.619
O 8.692 35.347 23.11
O -1.854 25.069 30.538
O 4.052 27.952 21.778
O 5.019 22.005 33.698
O 6.393 1.034 25.524
O 26.118 11.476 31.646
O 12.509 -2.1 24.652
O 11.555 -12.445 26.748
O 9.833 11.654 28.723
O 15.605 -3.088 32.335
O 17.301 9.061 31.76
O 12.313 15.469 35.034
O 13.899 6.926 34.406
O 21.17 1.512 30.502
O 17.631 16.575 25.159
O 16.831 21.878 23.852
O 17.665 31.684 34.92
O 13.861 13.905 33.912
O 20.319 19.172 25.797
O 21.221 19.356 23.35
O 1.659 14.785 31.934
O 17.816 27.051 28.191
O 12.601 43.033 24.615
O 9.228 17.09 26.248
O 12.674 20.012 21.645
O 4.093 36.021 26.869
O 18.5 23.524 24.953
O 25.498 -0.636 26.699
O 8.061 0.087 32.974
O 24.037 3.115 27.6
O 14.814 -9.163 25.41
O 8.551 -2.832 30.999
O 12.557 5.381 20.507
O 21.14 10.78 26.322
O 24.987 15.736 22.934
O 25.989 9.632 29.713
O 18.873 8.577 33.843
O 34.646 17.768 26.972
O 21.143 7.137 29.572
O 10.72 15.359 27.614
O 15.649 22.93 21.606
O 19.803 25.443 27.957
O 14.985 23.412 34.871
O 9.441 15.038 22.233
O 26.315 29.103 32.336
O 23.846 28.581 33.166
O 11.079 21.835 20.784
O 17.036 23.142 30.875
O 16.57 27.064 20.669
O 16.854 34.538 25.264
O 19.35 21.088 24.283
O 9.247 -7.537 35.454
O 24.718 -6.189 26.614
O 30.555 7.248 34.425
O 27.336 16.139 24.12
O 33.011 2.859 32.417
O 24.778 17.829 30.404
O 26.486 5.162 33.91
O 24.434 24.073 27.645
O 23.374 10.065 25.256
O 10.045 6.565 24.499
O 28.516 21.338 34.738
O 23.223 21.073 34.022
O 31.427 18.65 29.885
O 16.118 20.164 28.113
O 22.87 14.955 21.772
O 25.784 23.802 25.463
O 19.46 36.789 25.902
O 24.409 28.631 30.673
O 34.382 25.483 34.32
O 31.294 27.015 23.289
O 25.108 32.19 24.007
O 33.802 41.082 24.578
O 30.212 31.944 29.738
O 22.203 35.811 32.26
O 28.746 -6.428 29.427
O 24.304 8.029 23.951
O 30.917 3.443 30.902
O 43.328 10.85 33.574
O 21.554 10.597 21.473
O 37.754 27.265 32.77
O 36.241 11.937 21.894
O 33.144 17.197 31.452
O 41.37 12.692 21.402
O 35.469 7.703 20.896
O 19.006 10.449 27.779
O 32.396 24.261 26.114
O 35.718 16.703 29.13
O 27.535 16.732 27.963
O 34.248 30.281 32.199
O 34.604 12.176 32.674
O 23.834 34.38 30.823
O 28.602 29.937 33.147
O 30.43 23.739 34.037
O 32.284 33.904 25.643
O 26.209 28.997 35.254
O 24.337 29.806 26.089
O 33.567 31.377 29.868
O 34.773 38.605 31.872
O 5.611 5.684 33.758
O 1.39 9.643 34.88
O 3.604 -8.701 32.178
O 2.516 7.531 33.932
O -9.349 5.614 27.937
O 5.68 21.504 28.43
O -2.659 2.656 20.708
O -9.223 -5.089 23.911
O 2.173 3.993 30.102
O -0.051 14.768 26.568
O -4.764 14.236 22.044
O 9.138 5.06 30.17
O 8.304 2.608 27.66
O 0.076 28.971 30.623
O 14.861 11.4 27.917
O 10.574 6.462 28.501
O 5.587 21.01 30.917
O 3.077 23.27 34.584
O -4.173 15.349 34.875
O 2.397 32.727 24.323
O 3.905 31.019 23.033
O 6.423 27.438 21.094
O -6.358 34.48 27.806
O -2.454 21.463 32.733
O -7.548 -5.149 21.942
O 6.932 6.046 31.329
O 10.974 -2.805 29.715
O 14.19 -2.926 34.404
O 3.661 0.834 26.556
O 12.391 9.788 31.867
O 3.986 9.899 26.224
O 15.229 6.933 22.142
O 10.637 8.819 25.399
O 2.811 27.413 27.638
O 0.342 10.039 32.105
O 3.467 18.741 34.295
O 8.847 19.086 34.005
O 2.262 23.201 28.13
O 13.369 11.323 33.673
O 7.057 14.887 34.795
O 7.091 28.974 33.08
O -18.518 16.268 26.931
O -2.14 8.873 32.086
O 5.679 19.26 23.852
O 18.841 4.273 31.957
O 12.053 -3.682 22.406
O 5.437 -5.729 27.982
O 18.302 -4.185 23.69
O 15.318 6.205 24.814
O 1.987 1.719 22.022
O 23.973 2.998 34.295
O 4.337 22.486 26.502
O 17.637 10.613 24.961
O 23.023 4.133 22.001
O 16.136 7.445 29.872
O 8.814 -1.713 28.699
O 14.28 16.471 24.311
O 23.289 14.994 27.069
O 15.266 7.546 32.363
O 11.743 5.072 30.454
O 24.985 30.067 28.572
O -2.357 41.312 25.645
O 12.313 37.002 34.872
O 13.79 27.624 32.931
O 14.4 41.261 28.372
O 17.184 -7.093 31.901
O 21.667 8.31 24.193
O 19.07 8.603 24.201
O 15.956 5.455 33.941
O 19.944 6.348 24.838
O 15.434 6.361 27.496
O 28.28 14.496 29.024
O 27.874 -5.072 33.917
O 13.752 24.544 20.748
O 11.899 20.72 24.094
O 18.5 14.686 26.8
O 8.841 7.426 26.72
O 13.95 6.077 29.595
O 21.646 15.849 33.826
O 16.385 25.187 29.399
O 18.757 8.105 28.854
O 8.809 12.694 26.481
O 17.232 12.424 23.235
O 29.063 31.227 21.875
O 12.08 31.828 22.198
O 19.194 23.101 32.391
O 14.045 21.564 29.239
O 16.483 -7.466 26.76
O 24.494 5.448 32.329
O 24.607 7.784 33.583
O 29.085 18.656 28.606
O 40.126 17.867 28.114
O 21.785 11.631 33.739
O 27.365 11.206 33.882
O 19.496 11.069 23.155
O 26.403 17.408 34.965
O 16.857 10.246 21.778
O 20.991 14.456 25.897
O 23.39 16.349 32.001
O 32.282 8.522 30.179
O 36.461 20.491 22.532
O 24.988 25.424 23.496
O 30.032 25.776 35.584
O 36.509 13.375 31.302
O 30.063 13.644 33.654
O 29.636 24.755 20.799
O 29.37 29.377 26.372
O 31.027 31.567 25.873
O 34.878 44.855 29.698
O 21.205 23.252 28.685
O 16.696 9.8 28.743
O 28.907 9.457 34.901
O 32.806 10.874 28.927
O 27.528 18.793 26.359
O 26.538 13.68 24.268
O 28.122 3.896 21.961
O 25.216 4.635 29.392
O 21.169 9.19 31.129
O 37.612 18.685 32.158
O 36.326 8.29 28.382
O 33.895 18.606 29.307
O 26.371 18.95 28.663
O 24.049 15.057 34.275
O 27.759 14.663 26.404
O 34.325 30.31 24.359
O 33.414 16.253 33.902
O 23.28 24.752 25.363
O 33.527 21.948 21.367
O 32.582 12.362 31.141
O 16.456 25.042 24.155
O 29.558 39.875 27.678
O 26.759 25.213 27.576
O 26.918 37.841 31.309
O 16.034 3.79 23.024
Si 0.007 2.694 8.158
Si 2.735 -0.027 8.173
Si -0.051 8.154 8.138
Si 2.709 5.417 8.14
Si -0.024 13.577 8.18
Si 2.681 10.879 8.178
Si 0.037 19.008 8.171
Si 2.725 16.299 8.178
Si 0.046 24.424 8.193
Si 2.741 21.732 8.177
Si 0.035 29.913 8.213
Si 2.768 27.185 8.196
Si 5.447 2.727 8.195
Si 8.188 0.015 8.19
Si 5.421 8.14 8.175
Si 8.172 5.458 8.204
Si 5.401 13.61 8.159
Si 8.144 10.892 8.17
Si 5.422 19.046 8.191
Si 8.129 16.344 8.193
Si 5.444 24.466 8.166
Si 8.158 21.759 8.194
Si 5.454 29.911 8.176
Si 8.171 27.206 8.188
Si 10.873 2.775 8.207
Si 13.643 0.045 8.213
Si 10.875 8.195 8.169
Si 13.585 5.511 8.207
Si 10.875 13.604 8.202
Si 13.614 10.908 8.169
Si 10.871 19.085 8.172
Si 13.613 16.329 8.158
Si 10.907 24.509 8.186
Si 13.639 21.811 8.13
Si 10.925 29.969 8.212
Si 13.653 27.256 8.18
Si 16.33 2.783 8.214
Si 19.035 0.073 8.233
Si 16.314 8.199 8.171
Si 19.047 5.492 8.176
Si 16.344 13.608 8.127
Si 19.055 10.904 8.148
Si 16.376 19.056 8.105
Si 19.075 16.337 8.087
Si 16.38 24.532 8.121
Si 19.088 21.788 8.084
Si 16.376 29.983 8.202
Si 19.087 27.263 8.116
Si 21.732 2.784 8.192
Si 24.441 0.05 8.218
Si 21.742 8.193 8.16
Si 24.453 5.492 8.178
Si 21.778 13.602 8.109
Si 24.483 10.866 8.126
Si 21.787 19.036 8.067
Si 24.507 16.284 8.091
Si 21.799 24.507 8.094
Si 24.502 21.745 8.087
Si 21.759 29.977 8.184
Si 24.496 27.204 8.172
Si 27.18 2.768 8.21
Si 29.959 0.003 8.198
Si 27.179 8.146 8.163
Si 29.907 5.436 8.135
Si 27.222 13.545 8.127
Si 29.917 10.844 8.146
Si 27.226 19.008 8.12
Si 29.952 16.277 8.145
Si 27.211 24.465 8.177
Si 29.966 21.72 8.172
Si 27.211 29.941 8.197
Si 29.962 27.174 8.209
Si 1.357 4.061 9.512
Si 4.091 1.346 9.529
Si 1.308 9.512 9.519
Si 4.059 6.78 9.521
Si 1.344 14.945 9.53
Si 4.04 12.254 9.525
Si 1.39 20.367 9.545
Si 4.077 17.664 9.55
Si 1.397 25.813 9.536
Si 4.096 23.105 9.541
Si 1.386 31.288 9.548
Si 4.114 28.553 9.554
Si 6.805 4.096 9.551
Si 9.543 1.382 9.559
Si 6.791 9.513 9.518
Si 9.541 6.821 9.546
Si 6.758 14.969 9.537
Si 9.504 12.236 9.547
Si 6.795 20.396 9.549
Si 9.5 17.712 9.531
Si 6.8 25.842 9.533
Si 9.529 23.138 9.523
Si 6.824 31.293 9.521
Si 9.539 28.589 9.532
Si 12.257 4.12 9.566
Si 14.991 1.414 9.58
Si 12.25 9.542 9.536
Si 14.98 6.838 9.567
Si 12.245 14.978 9.53
Si 14.98 12.262 9.521
Si 12.259 20.452 9.488
Si 15.002 17.697 9.472
Si 12.277 25.889 9.525
Si 15 23.179 9.48
Si 12.285 31.341 9.565
Si 15.007 28.619 9.549
Si 17.702 4.137 9.572
Si 20.398 1.432 9.59
Si 17.694 9.544 9.53
Si 20.394 6.838 9.556
Si 17.716 14.98 9.466
Si 20.422 12.263 9.51
Si 17.726 20.431 9.455
Si 20.44 17.686 9.454
Si 17.732 25.901 9.482
Si 20.44 23.147 9.45
Si 17.703 31.355 9.586
Si 20.411 28.614 9.531
Si 23.094 4.127 9.558
Si 25.816 1.398 9.567
Si 23.112 9.543 9.526
Si 25.805 6.831 9.554
Si 23.142 14.953 9.484
Si 25.844 12.211 9.503
Si 23.148 20.386 9.446
Si 25.867 17.638 9.469
Si 23.145 25.836 9.503
Si 25.862 23.077 9.493
Si 23.102 31.335 9.572
Si 25.855 28.57 9.531
Si 28.543 4.12 9.548
Si 31.308 1.363 9.542
Si 28.538 9.509 9.521
Si 31.244 6.804 9.506
Si 28.583 14.913 9.496
Si 31.269 12.214 9.524
Si 28.599 20.348 9.507
Si 31.314 17.648 9.514
Si 28.588 25.814 9.537
Si 31.339 23.073 9.54
Si 28.573 31.308 9.536
Si 31.32 28.551 9.544
Si 0.01 -0.009 10.882
Si 2.727 2.713 10.881
Si -0.049 5.425 10.831
Si 2.684 8.146 10.86
Si -0.04 10.877 10.902
Si 2.685 13.598 10.913
Si -0.005 16.299 10.903
Si 2.734 19.014 10.929
Si 0.044 21.732 10.91
Si 2.756 24.471 10.918
Si 0.029 27.181 10.872
Si 2.748 29.922 10.892
Si 5.47 -0.004 10.876
Si 8.18 2.74 10.904
Si 5.435 5.45 10.903
Si 8.155 8.161 10.889
Si 5.415 10.884 10.847
Si 8.121 13.601 10.878
Si 5.413 16.313 10.937
Si 8.139 19.041 10.923
Si 5.449 21.752 10.914
Si 8.161 24.487 10.883
Si 5.471 27.206 10.926
Si 8.182 29.944 10.9
Si 10.924 0.036 10.927
Si 13.639 2.775 10.943
Si 10.905 5.471 10.92
Si 13.615 8.189 10.918
Si 10.87 10.875 10.906
Si 13.601 13.61 10.883
Si 10.863 16.338 10.867
Si 13.618 19.061 10.806
Si 10.892 21.787 10.871
Si 13.641 24.522 10.871
Si 10.909 27.242 10.887
Si 13.654 29.988 10.918
Si 16.351 0.064 10.949
Si 19.05 2.791 10.972
Si 16.344 5.48 10.955
Si 19.035 8.186 10.934
Si 16.333 10.897 10.892
Si 19.07 13.64 10.865
Si 16.355 16.331 10.834
Si 19.08 19.057 10.809
Si 16.363 21.8 10.811
Si 19.089 24.517 10.816
Si 16.381 27.252 10.882
Si 19.076 29.985 10.924
Si 21.752 0.05 10.942
Si 24.437 2.752 10.93
Si 21.73 5.471 10.945
Si 24.451 8.195 10.929
Si 21.763 10.902 10.908
Si 24.487 13.581 10.865
Si 21.792 16.336 10.843
Si 24.507 19.012 10.813
Si 21.799 21.772 10.797
Si 24.516 24.459 10.841
Si 21.799 27.231 10.844
Si 24.495 29.947 10.886
Si 27.184 -0.004 10.882
Si 29.91 2.723 10.87
Si 27.15 5.458 10.911
Si 29.884 8.154 10.898
Si 27.175 10.858 10.9
Si 29.919 13.571 10.903
Si 27.232 16.287 10.848
Si 29.97 19.007 10.889
Si 27.241 21.723 10.853
Si 29.975 24.45 10.877
Si 27.229 27.199 10.865
Si 29.945 29.932 10.869
Si 1.365 1.351 12.234
Si 4.08 4.075 12.248
Si 1.302 6.776 12.187
Si 4.055 9.529 12.194
Si 1.32 12.242 12.278
Si 4.032 14.954 12.296
Si 1.369 17.64 12.281
Si 4.103 20.383 12.284
Si 1.409 23.098 12.28
Si 4.11 25.845 12.289
Si 1.379 28.547 12.223
Si 4.113 31.298 12.225
Si 6.824 1.366 12.239
Si 9.555 4.094 12.261
Si 6.803 6.812 12.263
Si 9.514 9.494 12.266
Si 6.758 12.23 12.228
Si 9.483 14.973 12.217
Si 6.772 17.68 12.302
Si 9.519 20.43 12.234
Si 6.807 23.129 12.259
Si 9.526 25.866 12.214
Si 6.822 28.592 12.282
Si 9.546 31.315 12.252
Si 12.3 1.393 12.296
Si 15.002 4.115 12.342
Si 12.276 6.812 12.288
Si 14.99 9.528 12.282
Si 12.224 12.253 12.252
Si 14.981 14.985 12.202
Si 12.235 17.726 12.177
Si 14.978 20.434 12.138
Si 12.246 23.166 12.214
Si 15.023 25.875 12.226
Si 12.27 28.62 12.24
Si 15.002 31.362 12.299
Si 17.697 1.426 12.333
Si 20.397 4.129 12.378
Si 17.708 6.82 12.344
Si 20.398 9.548 12.294
Si 17.702 12.273 12.221
Si 20.436 15.002 12.235
Si 17.72 17.702 12.178
Si 20.44 20.422 12.159
Si 17.732 23.157 12.171
Si 20.451 25.868 12.182
Si 17.716 28.622 12.271
Si 20.41 31.358 12.312
Si 23.103 1.393 12.333
Si 25.779 4.113 12.291
Si 23.08 6.838 12.295
Si 25.805 9.545 12.315
Si 23.129 12.256 12.282
Si 25.864 14.937 12.213
Si 23.147 17.698 12.215
Si 25.877 20.346 12.187
Si 23.155 23.102 12.185
Si 25.886 25.816 12.195
Si 23.151 28.571 12.232
Si 25.838 31.303 12.265
Si 28.544 1.354 12.217
Si 31.265 4.082 12.217
Si 28.491 6.817 12.268
Si 31.243 9.53 12.254
Si 28.536 12.216 12.256
Si 31.296 14.936 12.265
Si 28.604 17.628 12.229
Si 31.354 20.365 12.259
Si 28.627 23.067 12.218
Si 31.337 25.826 12.228
Si 28.582 28.572 12.213
Si 31.308 31.289 12.22

Results
total energy: -461843.043 eV
total energy less fixed offsets of O -438.25, Si -107.07 eV per atom: 9.197 eV

Forces (eV/angstrom) on atoms 514 to 1970 of the 2136, counted in the order above; the others are left out for length: element, x, y, z
Si -0.007 -0.016 -0.003
Si -0.008 -0.022 -0.006
Si -0.015 0.033 0.009
Si 0.024 -0.028 0.016
Si 0.029 -0.028 -0.002
Si 0.001 0.038 0.016
Si 0.016 0 0.009
Si 0.015 -0.008 0.004
Si 0.014 0.028 0.003
Si 0.004 -0.008 -0.002
Si 0.007 0.022 0.003
Si 0.004 -0.018 0.01
Si 0.011 0.008 0.004
Si -0.005 0.031 -0.002
Si 0.006 0.008 -0.002
Si -0.029 -0.019 0.001
Si 0 -0.041 0.025
Si -0.002 -0.007 -0.03
Si 0.004 -0.001 0.023
Si -0.006 0.004 -0.018
Si 0.01 0.014 -0.01
Si 0.013 0.024 -0.017
Si -0.007 0.011 -0.017
Si -0.028 0.003 -0.003
Si 0.009 -0.009 -0.009
Si -0.03 -0.002 -0.024
Si -0.028 0 0.012
Si -0.021 -0.035 0.024
Si 0.016 0.007 0.001
Si 0.003 0.01 -0.009
Si -0.014 0 0.012
Si -0.012 -0.007 -0.022
Si -0.004 0.003 0.002
Si 0.01 0 0.003
Si -0.007 -0.005 -0.001
Si 0.014 0.033 0.003
Si -0.012 0.008 -0.027
Si -0.002 0.015 0.016
Si 0.019 0.008 0.008
Si -0.009 0.005 -0.004
Si 0.019 0.015 0.008
Si 0.013 0.007 0.019
Si -0.026 0.019 0.01
Si 0.048 0.01 -0.019
Si 0.007 0.013 0.024
Si 0.03 0.015 0.017
Si 0.007 -0.004 -0.013
Si -0.042 -0.003 0.025
Si 0.02 -0.035 -0.008
Si 0 -0.006 0.01
Si 0.005 0.002 0.007
Si 0.026 0.003 -0.005
Si 0.013 0.025 -0.004
Si -0.012 -0.002 0.005
Si -0.004 0.024 -0.015
Si 0.028 -0.005 0.017
Si -0.038 0.013 0.01
Si 0.004 -0.015 -0.018
Si 0.001 -0.004 -0.006
Si 0.016 -0.012 0.004
Si -0.005 -0.015 0.007
Si 0.025 0 0.006
Si -0.021 0.02 0
Si -0.009 0.013 -0.046
Si 0.001 -0.021 -0.029
Si 0 -0.015 0.008
Si 0.002 0.019 0.029
Si 0 -0.021 -0.001
Si -0.021 -0.038 -0.007
Si -0.008 -0.017 0.015
Si -0.007 0.009 0.02
Si -0.001 0.021 -0.014
Si -0.011 0.013 0.01
Si -0.032 0.027 -0.003
Si 0.032 0.021 0.021
Si 0.019 -0.037 0.048
Si -0.022 0.021 0.015
Si -0.023 0.047 0.009
Si 0.008 -0.03 -0.011
Si 0.015 -0.002 0.007
Si -0.05 -0.054 0.001
Si 0.012 0.008 -0.003
Si 0.016 -0.012 0.003
Si -0.009 0.029 0.018
Si -0.026 -0.012 0.013
Si -0.019 0.015 -0.021
Si 0.038 -0.036 -0.006
Si -0.048 -0.008 -0.002
Si -0.015 0.032 -0.046
Si -0.037 0.027 -0.025
Si 0.005 -0.014 -0.029
Si 0.004 -0.005 -0.01
Si 0.009 -0.03 0.008
Si 0.032 -0.013 0.037
Si 0.015 -0.021 0.01
Si 0.001 -0.001 0.01
Si -0.013 -0.015 -0.008
Si 0.033 0.021 -0.025
Si 0.011 0 -0.004
Si 0.013 0.007 0.028
Si 0.017 -0.005 0.002
Si -0.007 0.043 0.007
Si 0.045 0.044 -0.005
Si -0.018 -0.008 -0.002
Si -0.01 0.009 0.024
Si 0.002 -0.003 0.011
Si -0.024 -0.012 0.005
Si -0.054 -0.008 0.002
Si -0.015 -0.007 0.033
Si 0.001 -0.006 0.003
Si 0.013 0.015 -0.01
Si -0.016 0.005 0.012
Si 0 -0.026 -0.004
Si 0.019 -0.015 -0.02
Si 0.012 -0.033 0
Si -0.039 -0.039 -0.027
Si 0.002 0.015 0.024
Si -0.01 0.073 -0.014
Si -0.005 -0.02 -0.018
Si 0.022 0.015 0.014
Si -0.05 0.008 -0.034
Si 0 0.03 0.028
Si -0.055 0.022 -0.015
Si 0.009 -0.028 -0.018
Si -0.012 0.008 0.008
Si -0.003 -0.041 -0.021
Si -0.002 -0.022 0
Si 0.036 -0.005 -0.009
Si -0.02 -0.016 0.023
Si -0.036 0.033 -0.013
Si -0.019 0.038 -0.008
Si 0.003 0.003 0.02
Si 0.035 -0.013 0.035
Si -0.026 0.004 0.003
Si 0.018 0.002 -0.03
Si 0.073 -0.052 0.018
Si -0.019 -0.057 0.03
Si -0.006 0.042 -0.027
Si -0.015 0.005 0.043
Si 0.044 0.027 0.003
Si -0.013 -0.069 0
Si 0.038 0.012 0.026
Si -0.018 -0.043 -0.014
Si 0.018 -0.015 -0.023
Si 0.001 0.002 -0.008
Si -0.025 0.022 -0.011
Si -0.081 -0.03 -0.022
Si -0.018 -0.014 0.049
Si 0.11 0 0.022
Si -0.043 -0.009 -0.022
Si 0.08 -0.022 0.064
Si 0.039 0.06 0.013
Si 0.025 0.034 -0.023
Si 0.025 -0.025 0.041
Si -0.006 0.012 -0.024
Si 0.001 0.001 0.012
Si 0.022 -0.032 -0.024
Si -0.004 0.003 -0.009
Si 0.036 0.007 0.021
Si -0.042 -0.019 0.069
Si -0.015 0.03 0.044
Si -0.043 0.026 0.023
Si -0.006 0.012 -0.013
Si -0.034 0.002 -0.043
Si -0.017 0.041 -0.063
Si -0.023 -0.033 -0.029
Si 0.031 0.006 -0.016
Si 0.005 -0.004 -0.01
Si 0.021 -0.036 -0.053
Si -0.03 -0.041 0.007
Si -0.006 0.029 -0.002
Si -0.018 -0.029 0.02
Si -0.022 -0.017 0.023
Si 0.027 -0.027 0.023
Si -0.004 -0.027 0.006
Si 0.007 -0.019 -0.016
Si -0.035 0.019 -0.019
Si -0.023 0.017 -0.066
Si -0.067 0.003 -0.008
Si 0.04 0.013 -0.04
Si 0.022 -0.031 -0.045
Si 0.016 -0.018 -0.02
Si 0.061 -0.01 0.017
Si -0.03 0.02 -0.007
Si 0.017 0.009 0.024
Si -0.002 0.023 -0.016
Si -0.06 -0.002 0.005
Si 0.031 0.02 0.041
Si 0.018 0.028 0.073
Si 0.079 0.027 0.06
Si 0.005 0.035 -0.02
Si -0.037 0.006 0.052
Si 0.051 0.008 0.007
Si -0.01 -0.028 -0.023
Si 0.01 -0.06 0.017
Si 0.018 -0.007 -0.011
Si -0.023 0.043 -0.03
Si 0.027 0.034 -0.042
Si 0.026 0.015 0.001
Si 0.031 -0.024 0.001
Si -0.08 0.059 -0.012
Si 0.044 -0.057 0.015
Si 0.013 0.002 -0.017
Si 0.006 -0.008 -0.055
Si -0.009 -0.027 -0.001
Si -0.026 0.03 0.076
Si 0.02 -0.001 -0.005
Si -0.093 0.023 0.043
Si 0.01 -0.003 0.076
Si -0.01 -0.042 0.077
Si 0.004 0.003 -0.01
Si 0.012 -0.053 -0.022
Si 0.013 -0.064 0.004
Si -0.059 -0.046 0.04
Si -0.034 0.071 -0.026
Si -0.019 -0.008 0.052
Si 0.035 0.064 -0.023
Si 0 -0.025 0.06
Si -0.019 -0.054 0.023
Si 0.042 -0.02 -0.031
Si -0.08 0.027 0.011
Si 0.008 -0.012 -0.022
Si -0.154 -0.171 -0.443
Si -0.046 0.011 0.047
Si -0.061 0.025 -0.01
Si -0.048 0.021 0.025
Si -0.126 0.121 -0.773
Si 0.077 0.005 0.047
Si -0.002 0.026 0.012
Si -0.036 -0.006 0.02
Si 0 0.014 0.061
Si -0.356 -0.211 -0.521
Si 0.041 -0.054 0.007
Si -0.331 -0.221 -0.396
Si 0.437 0.085 -0.421
Si -0.002 -0.102 0.057
Si -0.021 -0.023 0.137
Si -0.031 0 0.087
Si 0.035 0.084 0.052
Si -0.026 -0.002 0.03
Si -0.016 0.025 0.061
Si 0.305 -0.095 -0.73
Si -0.023 0.027 0.034
Si 0.022 -0.069 0.003
Si -0.025 0.006 0.018
Si 0.016 0.021 -0.012
Si 0.06 0.047 0.045
Si 0.009 0.004 0.05
Si 0.022 -0.013 0.016
Si -0.016 0.004 0.041
Si -0.012 0.019 0.063
Si -0.055 -0.034 0.1
Si -0.231 -0.401 -0.246
Si -0.014 0 0.031
Si 0.034 0.045 0.054
Si 0.017 -0.024 0.047
Si -0.027 0.025 0.017
Si -0.008 0.053 0.03
Si -0.029 0.03 0.05
Si -0.002 -0.006 0.026
Si 0.052 -0.035 0.031
Si -0.036 -0.037 0.013
Si 0.003 -0.019 0.01
Si 0.017 -0.021 -0.015
Si -0.057 0.004 0.027
Si -0.06 -0.013 0.052
Si 0.04 0.029 0.086
Si 0.001 -0.013 0.037
Si -0.033 0.003 -0.002
Si 0.007 -0.032 0.013
Si -0.021 -0.058 0.041
Si -0.022 0.015 0.001
Si -0.269 -0.047 -0.391
Si 0.011 0.046 0.044
Si -0.297 -0.411 -0.351
Si -0.005 -0.017 0.041
Si 0.033 0.049 0.017
Si 0.303 0.322 -0.313
Si 0.007 -0.014 0.035
Si 0.24 -0.073 -0.367
Si -0.207 -0.149 -0.774
Si -0.099 0.281 -0.765
Si 0.09 0.076 -0.503
Si 0.285 -0.243 -0.492
Si -0.127 0.277 -0.609
Si 0.263 -0.428 -0.183
Si 0.03 0.106 -0.722
Si -0.045 0.145 -0.679
Si 0.087 -0.249 -0.647
Si -0.286 0.332 -0.694
Si 0.375 -0.186 -0.661
Si -0.029 0.026 -0.523
Si 0.405 0.06 -0.559
Si 0.162 -0.148 -0.559
Si -0.101 0.455 -0.491
Si -0.437 -0.404 -0.354
Si -0.061 0.079 -0.797
Si -0.008 0.014 -0.715
Si 0.306 0.472 -0.166
Si -0.189 -0.274 -0.737
Si -0.317 0.214 -0.791
Si -0.185 0.172 -0.636
Si 0.077 0.053 0.001
Si -0.013 -0.025 0.007
Si -0.173 0.183 -0.748
Si 0.265 0.175 -0.607
Si 0.118 -0.229 -0.423
Si -0.376 0.384 -0.068
Si -0.016 -0.109 -0.791
Si 0.241 -0.075 -0.686
Si -0.026 0.166 -0.73
Si -0.162 0.05 -0.658
Si 0.13 -0.161 -0.718
Si -0.201 -0.005 -0.573
Si -0.007 0.097 -0.692
Si -0.035 -0.01 0.038
Si -0.256 0.13 -0.764
Si -0.105 0.188 -0.646
Si 0.253 -0.28 -0.739
Si -0.057 0.01 -0.545
Si 0.078 -0.263 -0.664
Si -0.033 0.217 -0.654
Si 0.101 -0.062 -0.725
Si 0.411 -0.328 -0.151
Si -0.395 0.432 -0.522
Si 0.322 -0.063 -0.657
Si 0.402 -0.263 -0.52
Si -0.153 0.159 -0.732
Si 0.216 -0.064 -0.675
Si 0.12 -0.258 -0.783
Si -0.157 -0.118 -0.754
Si 0.302 -0.091 -0.609
Si -0.171 0.119 -0.592
Si 0.005 0.061 -0.81
Si -0.199 -0.158 -0.662
Si -0.11 0.325 -0.647
Si -0.12 0.108 -0.743
Si 0.035 -0.262 -0.685
Si -0.308 -0.414 -0.596
Si -0.259 0.289 -0.729
Si 0.136 -0.226 -0.651
Si -0.037 0.052 -0.584
Si 0.234 -0.076 -0.666
Si -0.242 0.403 -0.622
Si 0.302 0.248 -0.478
Si 0.045 0.002 -0.572
Si 0.33 0.296 -0.504
Si 0.037 0.031 -0.505
Si 0.193 -0.173 -0.812
Si 0.036 -0.195 -0.635
Si -0.204 0.052 -0.695
Si 0.038 -0.075 -0.012
Si 0.087 -0.043 -0.135
Si 0.058 -0.042 0.072
Si -0.13 0.035 0.041
Si 0.009 0.028 -0.186
Si -0.009 -0.128 -0.083
Si 0.088 0.06 -0.042
Si 0.034 -0.131 0.018
Si -0.016 0.048 0.137
Si -0.043 0.086 -0.086
Si -0.161 -0.038 0.091
Si 0.057 0.032 0.005
Si 0.033 -0.033 -0.137
Si -0.064 -0.02 0.096
Si 0.018 -0.127 -0.011
Si -0.039 -0.021 0.083
Si -0.034 0.043 0.044
Si 0.027 0.042 0.011
Si -0.171 -0.05 -0.012
Si -0.401 0.288 0.454
Si 0.011 0.056 -0.105
Si 0.115 0.146 0.15
Si 0.03 -0.119 0.156
Si -0.061 -0.068 0.074
Si 0.03 0.072 -0.019
Si -0.017 0.019 -0.175
Si -0.061 0.037 0.172
Si -0.035 0.081 0.01
Si -0.054 0.084 -0.236
Si 0.021 -0.012 -0.14
Si 0.084 0.07 0.109
Si 0.02 0.067 -0.065
Si 0.077 -0.054 -0.345
Si 0.001 -0.095 0.014
Si -0.019 0.03 0.123
Si 0.058 0.097 -0.134
Si 0.028 0.014 0.088
Si 0.011 -0.077 -0.276
Si -0.008 0.014 0.054
Si 0.103 0.057 0.048
Si 0.065 -0.098 -0.113
Si 0.024 -0.1 -0.217
Si 0.032 -0.163 0.149
Si 0.015 -0.006 0.224
Si -0.095 0.08 0.193
Si 0.026 0.122 0.018
Si 0.003 0.109 -0.141
Si -0.069 -0.07 -0.26
Si -0.186 0.137 0.131
Si -0.291 0.176 -0.64
Si -0.019 -0.027 0.136
Si -0.049 -0.037 0.064
Si -0.097 0.058 0.029
Si 0.032 -0.141 -0.14
Si 0.028 -0.067 -0.176
Si 0.024 0.097 -0.101
Si -0.103 0.02 0.075
Si 0.013 -0.097 -0.052
Si -0.044 -0.039 0.083
Si 0.005 -0.015 -0.18
Si 0.103 0.126 -0.16
Si -0.063 0.055 0.11
Si 0.049 -0.04 -0.021
Si -0.004 -0.03 0.044
Si 0.164 0.024 -0.001
Si 0.011 -0.065 -0.378
Si -0.006 -0.084 -0.052
Si 0.043 0.003 0.227
Si -0.114 -0.038 -0.074
Si -0.026 0.05 0.015
Si 0.023 0.09 -0.04
Si 0.062 0.069 -0.101
Si 0.058 -0.03 -0.194
Si -0.053 -0.105 -0.047
Si 0.021 -0.006 -0.184
Si 0.003 0.097 -0.017
Si 0.159 0.036 0.082
Si -0.018 -0.024 -0.095
Si -0.108 -0.007 -0.182
Si 0.096 0.03 0.117
Si -0.092 0.101 -0.046
Si 0.033 -0.09 -0.037
Si 0.028 0.091 -0.127
Si 0.079 -0.113 -0.042
Si 0.003 -0.08 -0.263
Si -0.106 0.115 -0.039
Si -0.078 0.105 -0.112
Si -0.079 0.135 -0.164
Si 0.011 -0.023 -0.025
Si 0.08 0.059 -0.003
Si 0.007 -0.068 0.196
Si 0.155 0.011 0.088
Si -0.035 0.053 -0.049
Si 0.028 0.18 -0.054
Si -0.165 0.108 0.108
Si -0.029 0.205 0.229
Si 0.093 0.061 0.013
Si 0.065 0.081 0.128
Si 0.015 0.003 -0.7
Si -0.037 -0.056 0.081
Si 0.133 0.008 0.039
Si -0.016 0.039 -0.097
Si 0.128 0.087 0.118
Si -0.025 0.174 0.094
Si -0.029 0.224 -0.039
Si -0.033 0.036 0.187
Si -0.006 0.072 -0.045
Si 0.021 0.084 0.082
Si -0.071 0.109 0.153
Si -0.065 -0.053 0.082
Si -0.071 -0.02 0.274
Si 0.036 0.059 -0.03
Si -0.037 -0.04 -0.083
Si 0.155 -0.051 0.018
Si -0.004 -0.007 0.096
Si -0.019 -0.079 0.166
Si 0.046 0.092 0.035
Si -0.054 -0.04 -0.043
Si -0.029 0.051 -0.138
Si 0.072 -0.007 -0.036
Si 0.14 0.14 -0.122
Si -0.044 -0.11 -0.126
Si 0.086 -0.066 -0.087
Si -0.123 -0.021 0.089
Si -0.119 0.029 0.149
Si -0.128 0.135 0.064
Si 0.07 -0.041 -0.004
Si 0.08 0.021 -0.059
Si 0.042 0.102 -0.067
Si -0.048 -0.017 -0.055
Si 0.016 -0.075 0.042
Si -0.081 0.141 0.025
Si -0.085 -0.074 0.168
Si 0.118 -0.075 0.127
Si -0.039 0.046 -0.092
Si 0.222 -0.04 -0.591
Si 0.063 0.007 0.121
Si -0.013 -0.032 0.118
Si 0.075 0.024 0.207
Si -0.017 0.071 0.175
Si -0.034 0.121 -0.116
Si 0.047 0.079 -0.004
Si 0.108 -0.061 -0.137
Si 0.002 0.028 0.086
Si -0.074 0.038 0.185
Si 0.011 -0.079 -0.089
Si 0.003 -0.075 0.022
Si 0.104 0.097 -0.21
Si -0.102 0.104 0.052
Si -0.165 0.042 0.174
Si -0.066 -0.124 0.178
Si 0.077 0.053 -0.043
Si 0.057 0.074 -0.065
Si 0.026 0.097 -0.259
Si 0.078 -0.029 -0.024
Si -0.127 -0.055 0.031
Si -0.094 -0.032 -0.018
Si 0.046 -0.031 -0.013
Si -0.112 0.008 0.098
Si -0.146 0.054 -0.214
Si 0.168 -0.056 0.039
Si 0.103 0.089 0.188
Si -0.102 0.05 -0.054
Si -0.089 0.063 0.028
Si -0.07 0.093 -0.191
Si 0.036 -0.03 -0.039
Si -0.04 -0.109 -0.136
Si -0.079 -0.015 -0.081
Si 0.005 -0.14 0.136
Si 0.154 0.074 0.114
Si -0.036 0.034 -0.015
Si -0.071 0.041 0.107
Si 0.007 -0.012 0.226
Si -0.049 -0.111 -0.101
Si 0.052 -0.036 0.139
Si 0.045 -0.074 -0.271
Si 0.057 -0.108 -0.142
Si -0.024 0.083 0.183
Si 0.063 -0.029 -0.074
Si 0.054 -0.139 0.268
Si -0.066 -0.06 0.103
Si 0.096 -0.123 0.038
Si -0.064 -0.015 -0.144
Si -0.152 0.011 0.04
Si -0.09 -0.046 -0.123
Si 0.085 -0.143 0.08
Si -0.014 0.126 -0.003
Si -0.09 -0.07 0.143
Si -0.115 0.116 -0.067
Si 0 -0.017 -0.141
Si -0.053 0.073 -0.182
Si 0.059 0.006 -0.169
Si -0.057 -0.012 -0.017
Si -0.045 -0.011 -0.125
Si 0.11 0.058 0.045
Si 0.065 0.127 0.135
Si 0.068 0.058 -0.053
Si -0.086 -0.057 0.061
Si -0.047 -0.009 0.158
Si 0.022 -0.077 0.239
Si 0.045 0.066 0.221
Si -0.087 -0.097 -0.008
Si -0.004 0.011 -0.028
Si -0.028 0.097 0.115
Si -0.101 -0.098 -0.035
Si 0.139 0.03 -0.174
Si 0.006 0.081 -0.158
Si -0.061 -0.032 -0.049
Si -0.013 -0.003 -0.295
Si 0.074 0.087 0.15
Si -0.159 -0.092 -0.18
Si 0.034 -0.007 -0.223
Si 0 -0.045 0.078
Si 0.016 -0.126 -0.341
Si 0.031 -0.143 -0.022
Si -0.133 0.071 0.078
Si -0.054 0.047 0.031
Si 0.013 -0.039 -0.108
Si -0.006 -0.025 -0.114
Si -0.101 -0.092 -0.116
Si -0.053 0.052 0.16
Si 0.036 0.02 0.018
Si -0.006 0.058 0.084
Si -0.17 0.044 0.167
Si 0.088 0.068 -0.091
Si -0.013 -0.152 0.022
Si 0.017 -0.003 0.086
Si 0.076 0.108 -0.051
Si 0.014 -0.156 0.057
Si -0.12 0.021 -0.047
Si 0.06 0.083 0.174
Si -0.074 -0.012 0.192
Si 0.025 -0.043 -0.032
Si 0.057 0.027 0.103
Si 0.077 -0.052 -0.292
Si -0.032 -0.083 -0.031
Si -0.199 0.061 0.629
Si -0.052 -0.007 -0.157
Si -0.004 0.076 0.083
Si -0.206 0.008 -0.112
Si -0.06 0 -0.06
Si 0.048 -0.096 -0.011
Si 0.032 0.169 -0.149
Si 0.059 0.059 0.099
Si 0.172 -0.133 0.048
Si -0.185 0.03 0.083
Si -0.008 -0.063 -0.109
Si -0.017 0.045 0.089
Si -0.023 0.071 -0.027
Si 0.028 0.08 -0.036
Si -0.149 0.132 0.141
Si 0.055 0.058 0.126
Si -0.002 0.122 0.021
Si 0.009 -0.023 -0.052
Si -0.028 -0.026 -0.195
Si 0.006 0.035 0.09
Si -0.029 0.071 -0.087
Si 0.107 -0.019 -0.227
Si -0.014 -0.11 -0.042
Si -0.154 0.005 -0.105
Si 0 -0.018 0.268
Si 0.016 -0.036 0.124
Si 0.003 0.034 0.052
Si 0.034 0.036 -0.166
Si -0.049 0.098 0.046
Si 0.11 -0.038 0.082
Si 0.082 -0.142 0.142
Si -0.06 0.104 -0.206
Si -0.042 0.172 0.088
Si -0.053 0.153 -0.01
Si 0.273 0.066 0.028
Si -0.011 -0.04 -0.196
Si -0.007 -0.055 -0.233
Si 0.032 -0.071 -0.108
Si -0.125 -0.175 0.023
Si -0.098 0.064 0.168
Si 0.05 0.05 0.118
Si -0.132 -0.049 -0.144
Si -0.046 -0.083 -0.255
Si 0.044 0.23 0.133
O 0.341 0.725 -0.033
O -0.66 0.337 -0.071
O -0.191 0.307 -0.275
O 0.049 0.648 0.142
O -0.117 0.174 0.642
O 0.009 -0.757 0.031
O 0.369 -0.143 0.236
O -0.119 0.051 -0.377
O -0.053 -0.243 0.4
O 0.368 -0.647 -0.491
O 0.016 0.008 -0.405
O 0.105 -0.328 0.348
O -0.263 -0.372 -0.562
O -0.076 0.216 0.649
O 0.315 -0.198 0.225
O -0.232 -0.122 -0.022
O -0.216 0.323 -0.524
O 0.259 0.352 -0.586
O -0.182 -0.062 -0.34
O -0.115 0.057 -0.575
O 0.114 -0.003 -0.591
O -0.496 0.087 -0.373
O 0.362 0.217 -0.346
O 0.309 -0.475 0.124
O 0.446 0.365 -0.156
O 0.272 0.036 -0.194
O -0.454 0.277 0.143
O -0.437 0.037 -0.3
O -0.421 0.23 -0.518
O -0.072 0.14 -0.377
O -0.132 0.51 0.165
O -0.497 0.078 0.308
O 0.009 -0.144 -0.318
O 0.16 0.242 -0.417
O -0.328 -0.407 0.131
O -0.235 0.52 -0.118
O -0.204 0.147 -0.421
O 0.152 -0.465 -0.229
O -0.649 -0.324 0.149
O -0.135 0.088 -0.373
O 0.068 0.112 0.483
O -0.124 -0.452 -0.424
O 0.19 -0.579 -0.262
O 0.083 0.022 0.1
O 0.175 0.383 -0.388
O -0.259 0.625 0.317
O -0.037 -0.352 -0.009
O -0.294 0.156 -0.737
O 0.254 -0.41 -0.272
O 0.429 -0.183 0.181
O -0.434 0.105 -0.421
O -0.611 0.152 -0.071
O -0.015 -0.286 -0.078
O -0.155 0.013 -0.372
O 0.011 0.11 -0.254
O 0.237 -0.237 -0.257
O 0.253 0.15 -0.254
O 0.103 -0.391 -0.307
O 0.026 0.042 0.047
O -0.189 -0.28 0.362
O -0.308 0.003 0.206
O 0.005 -0.061 -0.351
O -0.127 -0.274 -0.739
O 0.409 -0.107 -0.31
O -0.007 -0.028 -0.589
O 0.556 0.292 0.103
O 0.064 0.396 -0.408
O 0.123 0.033 -0.19
O 0.125 0.038 -0.085
O 0.572 0.034 0.328
O 0.084 -0.04 -0.096
O 0.154 -0.374 -0.129
O -0.34 -0.573 0.014
O 0.202 -0.046 0.051
O 0.003 0.193 0.353
O -0.13 -0.281 0.55
O 0.012 -0.067 -0.035
O -0.012 0.532 -0.214
O -0.025 0.215 0.127
O 0.258 0.17 -0.094
O 0.046 -0.081 0.169
O -0.359 -0.045 0.133
O -0.073 -0.005 -0.173
O 0.107 0.07 -0.472
O 0.279 0.114 0.018
O 0.235 -0.391 0.173
O 0.161 0.109 -0.574
O 0.173 0.197 -0.379
O 0.165 -0.159 0.33
O 0.078 -0.115 0.264
O 0.312 0.08 0.298
O 0.176 -0.6 0.131
O 0.157 0.194 -0.272
O 0.102 -0.136 -0.08
O -0.383 0.27 -0.558
O -0.034 0.671 0.07
O 0.033 -0.347 0.09
O 0.087 -0.174 -0.275
O -0.415 -0.516 -0.074
O 0.185 -0.302 0.06
O 0.203 0.071 -0.541
O -0.533 -0.111 0.526
O 0.095 -0.694 -0.285
O 0.523 0.098 -0.057
O 0.194 -0.3 -0.1
O -0.482 -0.259 -0.165
O 0.087 -0.173 -0.506
O -0.08 -0.398 -0.312
O 0.147 -0.103 -0.05
O -0.089 0.231 -0.034
O -0.326 0.078 0.241
O -0.274 -0.189 0.019
O 0.276 0.018 -0.359
O 0.169 -0.42 -0.122
O 0.562 -0.168 0.033
O 0.255 0.211 0.154
O -0.567 0.35 0.169
O 0.506 0.112 -0.701
O 0.217 0.093 -0.479
O -0.118 -0.288 0.221
O 0.218 0.043 -0.268
O -0.125 0.016 0.401
O 0.076 0.179 0.059
O -0.083 0.105 -0.082
O -0.637 -0.161 -0.282
O -0.098 0.237 -0.477
O -0.01 -0.458 0.064
O -0.377 -0.01 0.114
O -0.199 0.397 -0.137
O -0.015 0.546 0.132
O 0.351 0.431 -0.346
O -0.166 0.029 -0.409
O -0.301 -0.047 -0.547
O 0.034 0.341 0.567
O 0.023 0.338 -0.089
O 0.305 0.223 -0.311
O 0.211 -0.074 0.569
O 0.051 0.489 -0.247
O -0.149 0.237 -0.641
O 0.26 -0.204 -0.367
O -0.069 0.551 -0.317
O 0.026 0.041 -0.214
O 0.51 0.287 0.03
O 0.097 0.036 -0.32
O 0.252 -0.134 0.514
O -0.115 -0.053 0.157
O -0.506 0.293 -0.283
O 0.053 0.189 0.286
O 0.497 0.11 -0.087
O -0.186 0.213 -0.127
O 0.089 -0.422 0.413
O 0.268 -0.048 -0.215
O 0.108 -0.097 0.32
O 0.596 -0.196 -0.066
O 0.107 0.031 0.095
O 0.262 0.017 0.213
O -0.331 0.047 0.646
O 0.225 -0.023 -0.137
O -0.489 -0.062 0.019
O -0.056 -0.021 0.368
O 0.134 0.142 -0.67
O 0.135 0.237 0.662
O -0.563 0.503 -0.099
O 0.268 0.159 0.113
O 0.126 -0.227 0.403
O -0.002 0.615 -0.041
O 0.13 0.273 0.087
O -0.491 -0.134 -0.042
O -0.132 -0.163 0.42
O -0.302 0.011 0.096
O 0.139 0.005 -0.272
O 0.119 -0.258 0.055
O 0.01 0.058 -0.28
O 0.397 0.216 0.243
O -0.041 0.049 -0.231
O -0.033 0.213 -0.091
O -0.048 -0.403 -0.484
O 0.262 -0.046 -0.604
O 0.268 -0.056 0.366
O -0.098 0.084 0.511
O 0.047 -0.561 -0.044
O 0.37 0.457 0.057
O -0.06 0.084 0.39
O 0.574 0.156 0.171
O 0.194 -0.297 0.416
O 0.089 0.207 -0.143
O 0.365 -0.133 0.302
O -0.423 0.064 -0.515
O 0.185 0.212 -0.493
O -0.365 -0.422 0.433
O -0.129 -0.093 0.333
O 0.358 0.111 0.22
O 0.011 -0.129 -0.292
O 0.259 -0.049 -0.127
O 0.201 -0.135 0.348
O 0.158 -0.111 0.068
O 0.218 -0.274 0.694
O -0.491 0.23 0.129
O -0.24 -0.231 0.23
O 0.035 0.698 -0.415
O 0.13 -0.414 0.179
O 0.588 0.212 0.068
O 0.166 0.015 -0.125
O 0.182 -0.072 0.498
O 0.399 -0.399 -0.257
O -0.128 0.166 -0.209
O 0.045 0.122 0.119
O -0.127 0.304 -0.34
O 0.466 0.485 -0.195
O -0.237 -0.204 0.286
O 0.421 0.035 0.145
O -0.158 -0.243 0.254
O 0.34 -0.262 -0.07
O -0.031 0.171 0.142
O -0.368 -0.146 -0.672
O 0.575 0.598 -0.117
O -0.256 0.38 0.48
O 0.24 0.485 -0.214
O 0.21 -0.015 -0.322
O 0.661 -0.43 -0.044
O -0.406 0.414 -0.21
O 0.271 -0.49 0.099
O -0.295 0.445 0.074
O 0.212 -0.335 0.433
O 0.066 -0.256 0.092
O 0.03 -0.308 -0.209
O -0.109 -0.07 -0.025
O -0.251 -0.056 -0.636
O 0.125 0.344 0.254
O -0.497 -0.029 -0.076
O -0.554 0.287 -0.074
O 0.487 -0.274 0.272
O -0.039 0.409 0.389
O -0.008 -0.008 -0.086
O -0.476 -0.298 0.242
O 0.191 -0.296 0.36
O -0.06 -0.359 -0.046
O -0.094 0.144 0.035
O -0.094 0.174 0.306
O 0.188 -0.259 -0.582
O 0.593 0.032 -0.214
O -0.105 0.41 -0.433
O -0.105 0.57 0.045
O 0.585 0.438 0.184
O 0.393 0.03 -0.492
O -0.348 0.313 0.001
O -0.172 0.166 -0.026
O 0.053 -0.104 0.344
O -0.204 -0.074 0.707
O -0.148 -0.229 0.003
O 0.648 -0.124 -0.09
O 0.372 -0.189 0.273
O -0.537 0.49 0.288
O -0.198 -0.114 0.295
O 0.495 -0.26 -0.116
O 0.116 0.127 0.372
O 0.364 -0.415 0.22
O -0.129 0.256 0.169
O 0.289 -0.034 0.686
O -0.149 -0.005 0.691
O 0.431 -0.319 0.061
O -0.326 0.482 -0.128
O -0.445 0.226 -0.255
O 0.544 0.222 -0.057
O -0.154 -0.016 0.07
O -0.143 -0.045 0.398
O -0.169 -0.666 0.379
O -0.031 -0.457 0.155
O -0.089 0.08 0.016
O 0.175 -0.357 -0.36
O 0.392 -0.446 0.407
O -0.163 0.013 0.261
O -0.485 -0.2 -0.062
O 0.103 -0.586 -0.125
O 0.155 0.792 0.561
O 0.166 -0.041 -0.78
O -0.555 0.015 0.426
O -0.162 -0.278 0.492
O -0.862 -0.006 -0.044
O 0.725 0.1 -0.027
O 0.044 0.394 0.33
O 0.261 0.173 -0.52
O 0.661 0.023 0.15
O -0.437 -0.441 -0.059
O -0.02 0.276 0.502
O 0.591 -0.056 0.067
O -0.064 0.159 0.738
O 0.245 0.16 0.183
O 0.517 0.142 -0.429
O -0.017 -0.212 0.486
O 0.045 0.397 -0.126
O 0.333 0.481 0.17
O -0.223 -0.171 -0.291
O 0.407 0.047 -0.171
O 0.119 -0.268 0.261
O 0.446 0.02 0.408
O 0.302 0.516 -0.015
O 0.395 0.525 -0.099
O -0.08 0.561 0.192
O -0.253 0.083 0.125
O 0.267 -0.168 -0.377
O -0.276 0.585 0.411
O -0.224 -0.429 0.637
O 0.178 0 0.648
O 0.74 0.067 0.272
O 0.289 -0.038 0.018
O -0.119 -0.077 -0.511
O 0.607 -0.318 -0.211
O 0.57 -0.012 0.423
O 0.074 0.246 0.595
O -0.166 -0.094 -0.02
O -0.223 -0.411 0.469
O 0.421 -0.255 0.22
O -0.37 -0.156 0.523
O -0.242 -0.232 0.492
O -0.219 -0.2 0.297
O -0.359 0.369 -0.208
O -0.247 -0.072 -0.414
O 0.384 -0.618 -0.108
O -0.042 -0.303 -0.155
O -0.268 0.148 -0.338
O -0.501 -0.323 0.05
O -0.252 -0.879 0.012
O -0.184 0.113 -0.257
O -0.28 0.368 -0.407
O -0.131 0.234 -0.493
O -0.142 -0.276 0.662
O -0.11 -0.059 0.162
O -0.031 0.012 -0.244
O -0.094 0.426 -0.085
O 0.109 0.148 0.093
O 0.595 -0.536 -0.186
O -0.189 -0.133 -0.051
O -0.057 0.185 -0.628
O -0.62 -0.094 -0.276
O -0.313 -0.118 0.163
O -0.128 -0.253 -0.554
O 0.081 -0.051 0.372
O 0.096 0.259 -0.381
O -0.018 0.529 0.141
O -0.425 -0.318 -0.314
O -0.206 -0.006 0.529
O -0.299 0.276 0.212
O 0.03 0.063 0.613
O 0.552 -0.192 -0.446
O -0.075 0.15 0.222
O 0.155 -0.173 0.447
O -0.111 -0.387 -0.434
O -0.148 0.38 -0.31
O -0.215 0.021 0.633
O 0.345 -0.129 -0.138
O 0.418 0.315 -0.327
O 0.152 -0.455 0.605
O -0.243 -0.517 0.056
O -0.315 -0.134 -0.231
O -0.442 0.21 -0.015
O -0.013 0.087 -0.068
O -0.174 0.489 -0.106
O -0.077 -0.118 0.031
O 0.365 -0.185 0.157
O -0.246 -0.218 0.429
O 0.247 -0.008 0.227
O -0.066 -0.761 0.227
O 0.35 -0.181 0.227
O -0.52 -0.37 0.173
O -0.35 -0.549 0.022
O -0.362 -0.094 0.509
O 0.153 0.399 -0.26
O -0.355 -0.643 0.372
O -0.369 0.208 -0.339
O -0.288 0.035 0.122
O -0.064 0.298 0.241
O -0.002 0.47 0.317
O 0.142 0.215 0.197
O -0.322 0.187 -0.004
O 0.514 -0.535 0.28
O -0.572 -0.066 0.068
O -0.214 -0.196 -0.363
O -0.193 -0.313 -0.358
O -0.169 0.06 0.413
O -0.089 -0.348 -0.541
O 0.213 -0.14 -0.322
O -0.186 0.444 0.008
O -0.187 0.344 -0.537
O -0.218 0.203 0.032
O -0.073 -0.316 0.304
O -0.136 0.39 0.445
O -0.318 -0.242 0.115
O -0.15 -0.595 0.218
O -0.254 -0.169 0.287
O -0.252 -0.658 -0.02
O 0.181 -0.397 -0.057
O -0.035 -0.415 -0.188
O 0.26 0.102 0.629
O 0.689 0.054 -0.06
O 0.001 0.035 -0.087
O 0.086 -0.008 -0.056
O -0.292 -0.03 0.372
O 0.227 -0.199 0.339
O 0.243 0.528 0.424
O -0.008 -0.191 0.497
O 0.211 0.211 0.22
O 0.09 0.181 0.315
O 0.162 0.364 -0.245
O -0.046 0.033 0.015
O -0.096 0.55 -0.427
O -0.117 0.061 0.051
O 0.174 -0.169 0.105
O 0.082 -0.451 -0.439
O -0.483 0.114 -0.617
O -0.048 0.403 -0.417
O 0.251 -0.115 0.025
O -0.216 0.025 -0.643
O -0.028 0.389 0.368
O -0.064 -0.094 -0.466
O -0.276 0.286 -0.377
O -0.399 -0.057 0.339
O -0.08 -0.749 -0.096
O -0.175 -0.088 -0.026
O -0.1 -0.034 0.136
O 0.468 -0.396 0.005
O -0.735 -0.265 -0.097
O -0.229 -0.363 0.018
O -0.017 0.33 0.658
O -0.299 -0.032 -0.196
O 0.299 0.652 0.006
O -0.167 0.514 0.273
O 0.251 -0.355 -0.276
O 0.034 -0.325 -0.212
O -0.228 0.08 0.133
O 0.18 0.094 0.153
O 0.531 -0.038 -0.243
O 0.263 0.589 0.19
O -0.049 0.089 0.173
O -0.28 0.308 0.039
O -0.294 0.312 -0.135
O -0.19 -0.055 -0.007
O 0.065 -0.448 0.713
O 0.054 -0.167 -0.426
O -0.176 -0.097 -0.334
O -0.479 0.39 0.279
O 0.397 0.325 0.213
O 0.422 0.102 0.236
O 0.11 -0.374 0.617
O 0.021 0.234 -0.136
O 0.221 -0.4 -0.296
O 0.021 0.098 -0.285
O -0.394 -0.527 0.333
O 0.062 -0.032 0.333
O -0.088 -0.056 0.54
O 0.624 -0.234 0.265
O -0.163 0.498 0.495
O -0.332 -0.043 0.056
O 0.311 0.495 0.167
O -0.209 0.069 0.12
O -0.146 -0.191 -0.559
O 0.102 0.063 -0.634
O -0.236 0.126 -0.04
O 0.244 -0.518 0.124
O 0.625 -0.09 0.016
O 0.323 -0.026 0.205
O -0.131 -0.055 -0.265
O -0.272 -0.086 0.395
O -0.224 0.259 0.244
O -0.2 -0.233 -0.366
O 0.124 0.147 0.106
O -0.367 0.168 -0.284
O -0.091 0.206 -0.003
O -0.131 0.125 0.572
O 0.401 0.26 0.436
O 0.007 -0.141 -0.603
O 0.694 0.296 -0.225
O -0.278 0.282 0.121
O -0.175 -0.494 0.174
O 0.072 -0.156 -0.378
O -0.021 0.052 0.675
O -0.281 -0.107 0.028
O 0.337 0.138 0.125
O -0.237 0.049 0.048
O -0.121 0.001 0.675
O 0.063 0.759 -0.113
O 0.09 0.333 -0.442
O -0.054 -0.028 -0.096
O 0.031 0.015 -0.102
O 0 -0.237 -0.253
O -0.238 -0.435 -0.352
O 0.063 -0.07 0.088
O -0.056 0.033 -0.245
O 0.046 0.455 -0.401
O 0.435 -0.177 0.344
O 0.098 0.188 0.349
O -0.417 -0.026 -0.176
O -0.235 0.515 0.06
O 0.267 -0.626 0.078
O -0.063 -0.284 -0.313
O 0.091 -0.203 0.162
O -0.624 0.255 -0.576
O 0.36 -0.057 0.798
O 0.34 0.488 0.102
O 0.343 -0.36 0.088
O -0.309 -0.509 0.168
O -0.029 -0.256 -0.189
O 0.188 -0.385 0.146
O -0.163 0.28 0.074
O -0.264 -0.114 -0.303
O 0.178 -0.429 -0.267
O -0.025 0.244 -0.65
O 0.496 -0.278 -0.595
O -0.142 0.846 -0.305
O 0.467 -0.29 -0.152
O -0.077 -0.527 -0.248
O 0.48 0.356 0.05
O -0.479 -0.459 0.165
O 0.14 0.055 -0.464
O -0.442 0.421 0.218
O 0.011 -0.124 -0.203
O 0.316 -0.124 0.385
O -0.07 0.079 0.452
O -0.238 -0.219 -0.043
O 0.171 -0.162 0.187
O 0.532 0.436 -0.251
O 0.264 0.261 -0.02
O 0.187 0.121 -0.32
O -0.167 0.428 -0.509
O 0.634 -0.165 -0.246
O 0.455 0.329 0.094
O 0.264 0.305 -0.048
O 0.57 -0.382 0.414
O -0.182 -0.129 -0.064
O -0.471 -0.425 0.295
O 0.823 0.3 0.121
O 0.619 -0.495 0.425
O 0.303 0.256 0.305
O 0.401 0.251 -0.078
O -0.537 -0.344 0.223
O 0.248 -0.14 0.194
O -0.866 0.002 0.145
O 0.311 -0.478 -0.391
O 0.032 -0.591 0.526
O -0.146 -0.527 -0.08
O 0.196 -0.17 -0.29
O -0.474 -0.164 -0.038
O 0.077 0.358 0.275
O 0.062 0.147 0.427
O 0.086 -0.264 -0.093
O -0.187 0.185 -0.175
O -0.189 -0.06 -0.432
O 0.178 -0.642 0.066
O -0.089 -0.168 -0.469
O -0.435 -0.208 -0.766
O -0.049 0.165 0.138
O -0.37 -0.408 0.542
O 0.489 -0.124 0.182
O -0.531 -0.308 0.219
O -0.615 -0.119 0.002
O -0.09 0.002 0.769
O -0.25 0.283 0.185
O -0.279 0.025 -0.096
O 0.248 0.354 0.47
O 0.025 0.042 0.219
O -0.033 0.354 0.463
O 0.198 -0.159 0.374
O 0.039 -0.208 -0.4
O 0.195 -0.097 0.27
O -0.058 -0.089 -0.428
O -0.055 -0.048 -0.349
O 0.027 -0.079 -0.333
O 0.075 -0.616 -0.177
O 0.447 0.625 0.07
O 0.393 -0.274 -0.282
O -0.272 0.126 -0.479
O -0.103 0.345 -0.5
O -0.41 0.247 -0.151
O 0.518 -0.042 -0.308
O -0.526 0.232 -0.2
O 0.055 -0.207 0.099
O 0.007 -0.156 0.578
O 0.248 0.368 0.533
O -0.062 0.079 -0.517
O -0.033 -0.271 -0.026
O 0.347 0.294 0.466
O -0.072 -0.641 0.026
O -0.067 0.01 -0.481
O 0.513 -0.472 0.377
O 0.066 -0.066 -0.67
O 0.533 0.089 -0.406
O 0.141 -0.061 0.378
O 0.395 -0.298 0.196
O 0.216 0.218 -0.426
O -0.222 0.207 0.049
O -0.12 0.051 -0.373
O 0.001 0.385 0.057
O 0.202 0.039 -0.276
O 0.274 -0.241 -0.879
O -0.003 0.115 0.599
O -0.514 0.133 -0.542
O 0.447 0.196 0.04
O -0.163 -0.233 -0.294
O -0.223 -0.574 0.347
O -0.207 -0.553 -0.22
O -0.619 -0.005 -0.436
O -0.451 0.116 0.254
O 0.267 -0.256 0.108
O 0.043 0.096 -0.149
O 0.432 -0.219 0.138
O 0.195 -0.066 0.125
O -0.393 0.334 -0.104
O 0.128 -0.163 0.078
O 0.016 -0.206 -0.173
O 0.018 0.064 -0.481
O 0.432 0.497 0.251
O -0.109 0.159 0.435
O -0.024 0.211 0.176
O 0.595 -0.548 -0.257
O 0.27 0.131 -0.134
O 0.144 0.422 0.217
O 0.031 0.672 0.544
O -0.438 0.094 -0.082
O -0.528 -0.356 -0.04
O 0.069 -0.39 0.732
O 0.234 0.373 -0.229
O 0.092 0.153 -0.59
O -0.412 0.239 0.527
O -0.143 0.582 0.006
O 0.652 0.321 -0.11
O -0.587 0.297 0.103
O 0.226 -0.446 -0.045
O -0.113 -0.025 0.299
O -0.325 0.645 -0.212
O -0.364 0.142 0.277
O -0.314 0.298 0.243
O -0.54 -0.078 0.027
O -0.061 -0.194 -0.387
O 0.119 -0.026 -0.741
O -0.209 0.063 -0.386
O -0.209 -0.134 0.358
O 0.001 0.297 0.153
O -0.073 0.482 0.071
O 0.254 0.073 -0.456
O 0.284 -0.213 -0.025
O -0.197 0.116 0.252
O -0.204 -0.166 0.284
O 0.229 -0.245 -0.189
O 0.095 0.102 0.264
O -0.438 -0.199 -0.094
O -0.261 -0.068 0.071
O -0.487 -0.176 0.014
O 0.079 0.201 -0.152
O -0.649 -0.349 -0.252
O 0.037 -0.39 -0.143
O 0.173 0.041 0.086
O -0.483 0.384 0
O -0.056 0.699 0.125
O 0.24 0.264 0.282
O 0.124 0.207 0.311
O -0.434 0.099 0.53
O 0.304 -0.212 0.462
O 0.591 -0.141 0.033
O -0.262 -0.083 -0.074
O 0.323 -0.28 -0.319
O -0.101 -0.041 0.432
O 0.064 0.337 0.085
O -0.031 0.449 -0.087
O -0.094 -0.196 -0.313
O -0.187 -0.458 0.318
O 0.165 -0.226 -0.387
O -0.109 -0.155 0.02
O -0.212 0.304 -0.001
O 0.289 -0.067 -0.224
O 0.395 -0.374 -0.318
O -0.113 0.689 -0.116
O 0.677 -0.051 -0.267
O -0.153 0.292 -0.152
O 0.283 0.001 -0.042
O 0.242 0.032 -0.368
O 0.139 0.152 0.735
O 0.502 -0.286 0.079
O 0.241 -0.075 -0.313
O -0.117 -0.47 -0.209
O 0.312 -0.19 -0.624
O 0.211 0.605 0.337
O -0.12 0.175 -0.627
O 0.356 0.036 -0.356
O -0.587 -0.033 0.084
O -0.2 -0.255 0.353
O -0.368 -0.394 0.316
O 0.099 0.396 0.372
O -0.577 0.261 -0.063
O 0.268 0.105 -0.036
O -0.356 0.199 0.377
O 0.275 0.627 -0.232
O 0.132 0.656 0.158
O 0.197 0.457 0.269
O 0.555 -0.385 -0.163
O 0.012 0.078 0.404
O 0.067 -0.042 0.074
O -0.543 0.189 -0.273
O 0.438 0.357 0.142
O -0.337 0.459 -0.154
O -0.312 0.233 -0.522
O -0.23 -0.146 -0.091
O 0.644 0.12 0.479
O 0.519 0.505 0.085
O 0.022 0.236 -0.105
Si 0.018 -0.006 -0.008
Si -0.002 0.001 -0.005
Si -0.014 0.002 0.002
Si 0.003 -0.02 -0.006
Si -0.008 -0.003 0.007
Si -0.003 0.015 0.008
Si 0.012 0.023 0.003
Si -0.006 0.006 0
Si -0.012 0.017 0.003
Si -0.006 -0.01 0.005
Si -0.011 0.001 0.01
Si 0.025 -0.008 0.006
Si 0.016 0.016 -0.001
Si 0.005 -0.003 0.002
Si -0.002 -0.002 -0.001
Si 0.005 0.011 0.004
Si -0.023 -0.002 -0.002
Si 0.002 -0.011 0.007
Si 0.012 -0.007 0.004
Si -0.007 0.002 -0.003
Si -0.013 -0.015 0
Si 0 -0.009 0.012
Si 0.011 -0.022 0
Si 0.009 0.001 0.007
Si 0.015 -0.001 0.002
Si -0.006 0.019 -0.001
Si -0.011 -0.001 -0.01
Si 0 -0.008 0.001
Si -0.009 -0.003 0.007
Si 0.006 0.025 -0.001
Si 0.005 0.014 0.001
Si -0.012 -0.026 -0.001
Si -0.003 0.002 0.011
Si 0.002 0.005 0.005
Si 0.005 0.002 0.007
Si 0.004 0.001 0.002
Si -0.004 0.003 -0.006
Si -0.01 -0.005 -0.003
Si -0.009 0.001 -0.003
Si -0.005 0.022 -0.002
Si 0.007 0.005 -0.005
Si -0.003 0.002 0.002
Si -0.001 -0.002 -0.001
Si 0.009 -0.004 -0.001
Si -0.016 0.005 -0.002
Si -0.004 0.002 -0.004
Si 0.01 0.013 0.002
Si -0.005 0.001 -0.014
Si 0 0.005 -0.012
Si 0.011 -0.001 0.005
Si -0.014 -0.014 0.005
Si 0.008 -0.001 0.001
Si 0.005 0.001 -0.001
Si 0.008 -0.001 -0.004
Si -0.006 -0.012 -0.002
Si 0.024 0.007 -0.004
Si 0.02 0.025 -0.009
Si 0.005 0.004 -0.005
Si -0.017 -0.006 -0.004
Si -0.013 -0.012 -0.01
Si -0.008 -0.02 -0.003
Si -0.01 0 -0.004
Si 0 -0.013 0.01
Si -0.009 0.008 -0.016
Si 0.009 -0.001 0.004
Si -0.014 -0.013 0.004
Si -0.001 0.001 0.006
Si 0.005 -0.005 0
Si 0.005 -0.024 -0.003
Si -0.015 0.009 0.001
Si 0.013 0.005 -0.008
Si 0.022 0.011 -0.009
Si -0.005 0.001 0
Si 0.007 0.001 -0.001
Si 0.007 0.009 0.007
Si -0.002 0.009 0.002
Si -0.002 0 -0.008
Si 0.01 0.006 0
Si 0.004 -0.012 0.005
Si 0.005 0.006 -0.004
Si -0.021 0.005 -0.001
Si 0.013 -0.007 0
Si 0.001 -0.014 0.006
Si -0.021 0.005 0.005
Si 0.002 -0.004 0.01
Si -0.007 0.012 -0.008
Si 0.007 0.005 -0.003
Si -0.002 -0.019 0.007
Si 0.01 -0.001 -0.009
Si 0.01 0.005 0.004
Si 0 0.007 -0.003
Si -0.001 -0.003 -0.006
Si 0.007 0.009 -0.013
Si -0.005 -0.013 -0.007
Si -0.012 0 -0.005
Si -0.017 -0.007 -0.004
Si -0.006 0.012 0.004
Si 0.014 -0.011 -0.003
Si 0.01 -0.004 0.004
Si -0.003 -0.01 -0.003
Si 0.01 0.002 0
Si -0.005 -0.016 0.006
Si 0.004 -0.003 0.003
Si -0.002 -0.01 -0.006
Si -0.011 0.017 -0.003
Si 0.005 0.019 -0.003
Si 0.005 -0.01 -0.001
Si 0.001 -0.011 0.001
Si 0.004 -0.016 -0.006
Si 0.005 0 0.006
Si -0.011 -0.008 0.001
Si -0.008 -0.01 0.001
Si -0.004 0.015 0.001
Si -0.005 0.02 0.009
Si -0.004 0.006 0
Si -0.012 -0.005 0.004
Si 0.005 0 -0.002
Si -0.011 0.008 0.005
Si -0.002 -0.003 0.016
Si 0.011 -0.004 0.009
Si -0.005 -0.014 0.002
Si 0.001 0.008 0.017
